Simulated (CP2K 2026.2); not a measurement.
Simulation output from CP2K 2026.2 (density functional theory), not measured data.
Periodic cell of 2016 atoms, Si1440O576, from a study of silicon, its oxide and their interface. The atomic structure is a simulated model.
Doubt: the forces sum to 6.36 eV/angstrom along one axis rather than to zero, so they err by at least 0.0032 eV/angstrom per atom on average; the grid cutoff is modest.

Settings: functional PBE; method Gaussian and plane waves; basis set DZVP-MOLOPT-SR-GTH; pseudopotentials GTH-PBE; grid cutoff 300 Ry, relative cutoff 40 Ry; k points Gamma only; occupations fixed; spin none; net charge 0.

Cell vectors (angstrom)
a 65.28 0 0
b 0 16.32 0
c 2.0754 7.0278 33.4681

Atoms and the computed forces on them: element, x, y, z (angstrom), force x, y, z (eV/angstrom)
Si 1.509 -1.732 0.024 -0.075 0.211 0.755
Si 4.261 1.2 0.023 -0.249 0.07 0.733
Si 1.015 4.499 0.173 0.108 -0.287 0.717
Si 4.241 6.506 0.242 -0.075 0.167 0.794
Si 1.024 -6.758 0.081 0.296 -0.065 0.693
Si 3.829 -3.872 -0.007 0.131 -0.214 0.754
Si 6.583 -0.953 -0.063 0.114 -0.293 0.663
Si 9.699 1.179 -0.023 -0.105 0.214 0.726
Si 6.408 4.3 0.228 0.199 -0.029 0.694
Si 9.194 7.194 0.148 -0.012 -0.208 0.743
Si 6.913 9.288 0.022 -0.184 0.148 0.771
Si -6.599 -4.306 0.247 -0.085 0.107 0.64
Si -4.393 -1.116 0.254 0.168 -0.178 0.697
Si -1.788 1.605 0.413 0.141 0.002 0.731
Si -4.009 3.79 0.256 -0.111 0.252 0.71
Si -1.289 6.614 0.348 -0.173 0.071 0.702
Si -4.451 -6.593 0.166 0.153 -0.197 0.751
Si -1.257 -4.573 -0.008 -0.102 0.333 0.704
Si 2.631 -0.017 1.257 0.003 -0.012 -0.068
Si 5.295 2.716 1.503 0.004 0.009 -0.056
Si 2.63 5.452 1.563 0.021 0 -0.075
Si 5.405 8.145 1.423 0.009 -0.004 -0.06
Si 2.657 -5.5 1.285 -0.023 0.023 -0.036
Si 5.432 -2.644 1.207 -0.027 0.018 -0.039
Si 8.12 0.086 1.353 0.022 0.018 -0.027
Si -5.472 2.656 1.669 0.01 -0.006 -0.066
Si 8.07 5.509 1.368 0.006 -0.007 -0.041
Si -5.527 8.125 1.514 -0.005 0.022 -0.055
Si 8.112 -5.391 1.191 0.02 -0.024 -0.054
Si -5.469 -2.738 1.564 -0.008 0 -0.046
Si -2.858 -0.024 1.647 -0.013 0 -0.063
Si -0.061 2.788 1.444 -0.009 0.025 -0.072
Si -2.849 5.387 1.553 0.006 -0.002 -0.042
Si -0.074 8.15 1.592 0.004 0.001 -0.04
Si -2.808 -5.523 1.475 -0.021 0.008 -0.065
Si -0.127 -2.859 1.278 -0.013 -0.019 -0.055
Si 1.307 1.339 2.703 0.012 -0.006 -0.021
Si 3.94 4.031 2.876 0.021 0.021 0.028
Si 1.326 6.837 2.919 -0.006 -0.016 0.022
Si 4.014 9.524 2.71 -0.008 -0.004 0.003
Si 1.279 -4.149 2.7 0.011 0.012 0.022
Si 4.04 -1.339 2.648 0.001 -0.011 0.034
Si 6.769 1.405 2.765 -0.006 0.001 0.022
Si 9.451 4.125 2.671 0 -0.009 0.018
Si 6.75 6.817 2.808 -0.005 0.012 0.039
Si 9.428 -6.66 2.722 -0.036 -0.003 0.046
Si 6.757 -4.034 2.58 -0.018 -0.011 0.002
Si -6.884 -1.416 2.918 0.008 0.007 0.014
Si -4.15 1.318 3.048 0.012 0.011 0.049
Si -1.415 4.076 2.896 -0.006 0.001 0.025
Si -4.159 6.791 2.879 0.006 0.012 0.014
Si -1.467 -6.832 2.895 -0.004 0.01 0.02
Si -4.068 -4.089 2.873 0.009 -0.019 0.023
Si -1.385 -1.455 2.759 0.026 -0.023 0.012
Si -0.033 -0.037 4.09 -0.007 0.014 0.01
Si 2.612 2.65 4.181 -0.017 0.005 0.02
Si -0.054 5.447 4.233 -0.01 -0.013 -0.013
Si 2.709 8.21 4.185 0.001 0.007 0.007
Si -0.052 -5.445 4.167 0.017 0.011 -0.018
Si 2.671 -2.73 4.024 -0.002 0.002 -0.028
Si 5.388 -0.001 4.067 -0.019 -0.005 -0.012
Si 8.127 2.773 4.088 -0.004 0.001 0.006
Si 5.369 5.44 4.141 0.004 0 -0.028
Si 8.114 -8.091 4.092 0.017 0 -0.016
Si 5.403 -5.398 4.002 0.025 -0.003 -0.006
Si 8.087 -2.717 4.022 0.018 0.002 -0.001
Si -5.539 -0.053 4.311 -0.012 0.001 0.002
Si -2.737 2.708 4.289 0.015 -0.004 -0.003
Si -5.497 5.434 4.25 0.002 -0.007 -0.011
Si -2.79 8.124 4.255 0 0.004 0.009
Si -5.413 -5.447 4.272 0.017 -0.008 -0.007
Si -2.719 -2.737 4.219 -0.014 -0.001 0.008
Si 1.419 -1.34 16.411 0.007 0.014 -0.007
Si 4.132 1.35 16.358 -0.016 0 -0.005
Si 1.413 4.079 16.381 0.002 -0.002 -0.013
Si 4.114 6.755 16.307 0.005 0.002 -0.019
Si 1.361 -6.8 16.378 0.01 -0.012 -0.009
Si 4.129 -4.067 16.359 0 0.005 -0.006
Si 6.864 -1.337 16.304 -0.001 0.007 -0.002
Si -6.795 1.342 16.491 0 -0.008 -0.008
Si 6.847 4.034 16.299 -0.002 0.001 -0.005
Si -6.787 6.792 16.558 0.005 -0.003 -0.004
Si 6.87 -6.777 16.328 0.002 0.013 0.001
Si -6.803 -4.106 16.547 -0.013 0.001 0.005
Si -4.057 -1.357 16.493 -0.004 -0.008 -0.004
Si -1.341 1.333 16.463 0.009 -0.015 0.003
Si -4.066 4.084 16.502 0.017 -0.001 -0.012
Si -1.353 6.789 16.456 -0.005 -0.014 -0.012
Si -4.09 9.499 16.51 0.002 -0.018 -0.003
Si -1.321 -4.089 16.459 -0.013 -0.017 0.003
Si 2.835 -0.022 17.769 0.006 0.001 0.006
Si 5.47 2.724 17.711 -0.003 -0.003 -0.009
Si 2.801 5.414 17.739 0.009 -0.011 -0.004
Si 5.482 8.134 17.594 -0.025 -0.015 0.008
Si 2.706 -5.394 17.688 0.013 0.003 0.005
Si 5.538 -2.7 17.671 -0.01 0.003 -0.016
Si 8.206 0.001 17.698 0.02 -0.005 0.019
Si -5.416 2.693 17.846 -0.01 -0.003 -0.014
Si 8.266 5.388 17.576 0.001 -0.006 -0.001
Si -5.425 8.152 17.948 0.014 0.006 0.005
Si 8.25 -5.418 17.704 -0.01 -0.013 -0.006
Si -5.432 -2.698 17.857 0.004 0.004 0.011
Si -2.702 -0.007 17.882 -0.003 0.013 -0.001
Si 0.079 2.704 17.733 -0.003 0.003 -0.002
Si -2.718 5.466 17.866 -0.001 0.014 0.002
Si 0.049 -8.182 17.774 -0.002 0.004 0.007
Si -2.692 -5.458 17.816 0.008 0.026 -0.003
Si 0.051 -2.679 17.774 0.011 0.005 -0.011
Si 1.504 1.401 19.085 0.006 0.005 -0.035
Si 4.159 4.078 19.141 0.001 -0.013 -0.021
Si 1.454 6.771 19.094 -0.011 0.021 -0.003
Si 4.072 -6.834 18.902 -0.002 -0.041 -0.038
Si 1.429 -3.995 19.13 0.044 0.007 -0.011
Si 4.229 -1.412 19.119 -0.029 0.005 -0.021
Si 6.822 1.361 19.05 -0.006 -0.017 -0.005
Si -6.783 3.998 19.233 -0.024 0.012 -0.006
Si 6.875 6.73 18.861 -0.044 0.012 -0.045
Si -6.79 9.481 19.371 -0.019 -0.01 0.002
Si 6.902 -4.015 19.043 0.023 0.01 0.004
Si 9.567 -1.353 19.076 0.002 -0.01 -0.038
Si -4.079 1.36 19.255 0.01 -0.026 -0.007
Si -1.29 4.048 19.081 0.007 -0.011 -0.036
Si -4.054 6.806 19.338 0.039 -0.014 -0.008
Si -1.316 -6.84 19.141 -0.034 -0.018 -0.017
Si -4.03 -4.063 19.17 -0.01 0.011 -0.021
Si -1.277 -1.355 19.202 -0.003 -0.003 -0.003
Si 0.181 0.032 20.439 0.034 0 0.038
Si 2.856 2.7 20.555 -0.002 -0.006 0.061
Si 0.137 5.35 20.413 0.03 -0.009 0.065
Si 2.784 8.186 20.404 0.014 0.005 0.059
Si -0.011 -5.359 20.391 -0.039 0.019 0.034
Si 2.909 -2.757 20.549 0 0.001 0.043
Si 5.572 -0.051 20.5 0.001 0 0.028
Si 8.248 2.756 20.274 0.005 0.006 0.046
Si 5.595 5.473 20.374 0.004 0.007 0.094
Si 8.261 8.058 20.155 0.022 -0.024 0.05
Si 5.462 -5.462 20.155 -0.024 0.019 0.045
Si 8.247 -2.716 20.515 0.005 -0.008 0.054
Si -5.506 0.078 20.654 -0.022 -0.022 0.043
Si -2.604 2.705 20.503 0.031 -0.018 0.051
Si -5.422 5.323 20.656 0.028 0.008 0.04
Si -2.579 -8.142 20.671 -0.02 -0.02 0.005
Si -5.359 -5.391 20.603 0.016 0.002 0.057
Si -2.669 -2.703 20.56 -0.016 -0.007 0.042
Si 1.781 -1.081 21.75 -0.08 -0.112 -0.761
Si 4.03 1.085 21.838 0.096 0.211 -0.671
Si 1.242 3.833 21.85 0.243 0.124 -0.708
Si 4.569 7.199 21.576 -0.193 -0.135 -0.813
Si 1.545 -6.527 21.621 -0.074 -0.211 -0.657
Si 4.006 -4.54 21.721 0.068 0.315 -0.66
Si 7.176 -1.112 21.895 -0.239 -0.221 -0.697
Si -7.255 1.117 21.941 0.239 0.104 -0.709
Si 7.203 4.319 21.659 -0.184 -0.004 -0.703
Si -7.105 6.243 22.031 0.27 0.431 -0.626
Si 6.753 -6.974 21.299 0.026 0.032 -0.747
Si 9.876 -3.853 21.789 -0.185 -0.203 -0.786
Si -4.234 -1.489 21.838 0.162 0.161 -0.714
Si -0.957 1.596 21.753 -0.119 -0.167 -0.757
Si -3.685 4.266 21.876 -0.3 -0.251 -0.625
Si -1.353 6.462 21.796 0.162 0.365 -0.601
Si -3.774 -6.527 21.924 -0.033 -0.096 -0.653
Si -1.541 -4.319 21.871 0.056 0.16 -0.723
Si -7.129 2.261 24.895 -0.151 -0.037 -0.039
Si -3.449 5.024 -5.692 0.144 -0.033 -0.009
Si 0.373 -2.886 -4.509 -0.011 0.081 0.065
Si 1.132 3.652 -2.669 0.043 0.099 -0.003
Si 1.03 -0.627 -2.818 -0.067 0.001 0.071
Si 2.87 4.492 24.445 -0.013 -0.069 -0.063
Si -7.193 5.465 24.927 -0.065 -0.056 -0.083
Si 5.42 2.985 23.842 0.049 -0.063 -0.084
Si 4.848 1.404 -5.41 0 -0.04 -0.072
Si -3.23 4.178 24.779 0.063 -0.012 -0.011
Si 2.812 -8.135 -1.993 -0.042 0.023 0.081
Si -0.862 5.932 24.676 -0.052 -0.043 -0.086
Si 5.531 7.189 -5.884 -0.036 0.047 -0.034
Si 6.821 -2.678 -5.096 -0.049 -0.01 -0.114
Si 3.69 7.279 24.449 -0.033 -0.044 -0.034
Si 1.398 -6.903 24.418 -0.118 -0.1 -0.004
Si -0.4 1.613 -6.363 -0.06 0.054 -0.105
Si 6.237 -1.668 24.915 0.09 -0.014 -0.181
Si -7.067 -3.006 -2.552 -0.052 0.063 0.111
Si -0.093 -2.427 23.927 -0.081 -0.024 -0.167
Si -5.362 5.529 -1.956 -0.013 0.019 0.118
Si -5.062 -7.133 24.73 0.045 0.016 -0.135
Si 7.328 3.324 26.03 -0.028 0.068 0.066
Si -1.375 -1.11 -6.26 -0.102 0.031 -0.094
Si -2.637 2.492 -4.428 -0.003 -0.014 -0.067
Si -4.073 -0.017 -4.976 -0.018 0.01 0.076
Si 5.502 -4.499 24.561 0.05 -0.084 -0.09
Si 3.22 1.647 -2.833 0.01 0.114 0.084
Si -8.458 2.043 -1.857 -0.13 -0.022 0.217
Si 7.428 -0.829 -3.03 0.054 0.018 0.031
Si -0.992 1.356 -2.341 -0.011 -0.073 -0.022
Si -8.187 2.632 -4.852 -0.034 -0.102 0.107
Si 0.621 -4.672 -6.673 -0.021 -0.014 0.022
Si -3.157 7.808 -1.888 -0.069 -0.014 0.197
Si 0.808 -4.372 25.934 -0.003 -0.035 -0.076
Si 2.867 7.084 -4.939 0.175 0.069 0.118
Si -2.009 7.648 -4.714 0.013 -0.054 0.051
Si -6.6 -4.62 24.962 -0.029 0.035 -0.03
Si 4.968 -5.811 -2.132 0.035 -0.034 0.124
Si -1.894 -4.019 -3.008 -0.065 -0.089 0.105
Si -2.303 -0.217 23.962 0.02 0.026 -0.142
Si 7.497 1.832 -4.317 -0.07 -0.074 0.035
Si 9.537 8.051 24.496 -0.018 -0.034 -0.21
Si -4.982 -5.467 -6.988 0.117 0.019 -0.011
Si 4.63 -6.993 26.24 0.001 -0.082 -0.067
Si -4.15 -1.988 -2.702 0.007 0.009 0.121
Si -3.303 6.914 25.936 -0.014 -0.072 -0.121
Si -2.156 -5.776 -5.564 -0.034 0.054 0.087
Si 7.981 6.153 26.356 0.122 -0.017 0.069
Si 3.037 -6.676 -6.792 0.061 0.052 0.091
Si 5.56 -6.252 -5.081 -0.029 -0.066 -0.004
Si -6.332 5.057 -4.95 -0.006 0.079 0.227
Si 0.292 5.669 -4.928 -0.111 0.045 0.052
Si -8.81 0.664 -6.939 0.035 0.031 0.033
Si 1.343 -1.38 5.453 0.002 -0.004 -0.005
Si 4.042 1.329 5.483 0.018 -0.003 0.009
Si 1.3 4.05 5.548 0.001 -0.007 0.016
Si 4.047 6.815 5.514 0.001 -0.006 0.01
Si 1.321 9.538 5.532 -0.012 -0.006 0.012
Si 4.041 -4.068 5.407 -0.004 -0.006 -0.005
Si 6.748 -1.363 5.416 -0.003 -0.001 0.006
Si 9.472 1.361 5.404 -0.002 -0.001 0.003
Si 6.761 4.097 5.471 -0.001 0 0.015
Si 9.486 6.846 5.414 -0.009 -0.013 0.004
Si 6.739 -6.747 5.426 -0.017 0.001 -0.003
Si -6.796 12.212 5.632 0.008 -0.014 0.009
Si -4.103 -1.398 5.595 0.005 -0.003 0.003
Si -1.36 1.305 5.55 0.014 -0.009 0.007
Si -4.117 4.078 5.608 0.002 0.011 -0.001
Si -1.405 6.79 5.599 0.003 0 0.016
Si -4.094 -6.816 5.634 0.002 0.005 0.01
Si -1.371 -4.093 5.57 0.006 -0.007 0.012
Si 2.69 -0.029 6.847 0.008 0.002 -0.007
Si 5.405 2.718 6.822 -0.004 0.004 -0.002
Si 2.686 5.436 6.866 -0.006 0.001 -0.004
Si 5.418 -8.123 6.829 0.002 0.004 -0.009
Si 2.705 -5.41 6.841 -0.001 0.002 -0.01
Si 5.4 -2.722 6.791 0.002 0.007 -0.007
Si 8.114 0.008 6.773 -0.002 0 -0.001
Si 10.847 2.733 6.749 0.004 -0.003 -0.009
Si 8.135 5.476 6.793 -0.001 0.007 -0.006
Si -5.47 8.148 6.978 0.008 0.001 -0.003
Si -8.173 10.854 6.969 0.005 -0.004 -0.003
Si -5.443 -2.744 6.984 0.005 0.005 -0.006
Si -2.736 -0.022 6.932 0.001 0.008 -0.006
Si -0.032 2.687 6.921 -0.004 -0.001 -0.009
Si -2.757 5.433 6.965 0.001 0.001 -0.001
Si -0.022 8.168 6.912 -0.001 0.002 0.003
Si -2.719 -5.448 6.957 0.006 -0.007 0.002
Si -0.002 -2.71 6.882 0.001 0.002 -0.005
Si 1.353 1.334 8.244 -0.002 0.005 -0.003
Si 4.061 4.077 8.204 0.003 0 -0.007
Si 1.339 6.793 8.249 -0.012 -0.009 -0.005
Si 4.055 -6.782 8.202 -0.001 -0.007 0
Si 1.354 -4.072 8.237 0.011 0.01 0.001
Si 4.062 -1.378 8.194 -0.005 -0.007 0.003
Si 6.776 1.359 8.164 -0.01 -0.006 0
Si 9.502 4.095 8.127 -0.008 -0.004 -0.003
Si 6.785 6.827 8.171 0.002 0.004 0.005
Si -6.82 9.506 8.34 -0.002 -0.003 0.001
Si 6.775 -4.068 8.152 0 -0.008 -0.006
Si -6.797 -1.374 8.349 0.006 0.011 -0.006
Si -4.084 1.343 8.313 0.011 0.002 -0.003
Si -1.386 4.054 8.29 -0.009 -0.018 -0.003
Si -4.105 6.793 8.331 0 0 -0.002
Si -1.364 -6.809 8.304 0.009 0.005 0.003
Si -4.081 -4.1 8.33 -0.001 -0.007 -0.002
Si -1.365 -1.376 8.276 0.005 0 -0.008
Si -0.007 -0.008 9.626 -0.004 0.005 0
Si 2.712 2.716 9.58 0.008 -0.001 0
Si -0.016 5.433 9.622 0.005 0.006 -0.002
Si 2.709 -8.15 9.583 -0.004 0.003 -0.001
Si 0.004 -5.431 9.627 -0.003 -0.004 -0.004
Si 2.716 -2.719 9.591 -0.001 -0.001 -0.003
Si 5.428 -0.004 9.535 -0.004 0.004 0.002
Si 8.15 2.732 9.5 0 0.002 -0.002
Si 5.43 5.456 9.537 -0.002 -0.001 -0.004
Si -8.173 8.147 9.701 -0.006 0.007 0
Si 5.434 -5.427 9.544 0.004 0.003 -0.002
Si -8.164 -2.736 9.699 0.007 -0.004 0
Si -5.437 -0.008 9.695 0.002 -0.001 0.003
Si -2.732 2.707 9.672 -0.003 0.006 0.005
Si -5.458 5.431 9.695 0 0.007 0
Si -2.731 -8.164 9.669 -0.001 0.004 -0.004
Si -5.45 -5.454 9.687 0 -0.002 -0.001
Si -2.717 -2.725 9.665 0.007 0.001 -0.002
Si 1.36 -1.368 10.969 0.007 -0.004 0.003
Si 4.08 1.35 10.917 0.003 -0.001 0.002
Si 1.357 4.071 10.961 -0.011 -0.006 -0.003
Si 4.078 -9.517 10.924 0.003 -0.002 -0.001
Si 1.361 -6.801 10.973 -0.003 0.001 0.002
Si 4.084 -4.082 10.932 -0.003 -0.002 0.003
Si 6.804 -1.361 10.879 0.004 0.001 -0.004
Si 9.522 1.37 10.846 0.005 -0.002 0.004
Si 6.802 4.09 10.875 -0.008 0.007 -0.001
Si -6.81 6.791 11.062 -0.009 -0.001 0.001
Si -9.526 9.512 11.056 0.001 0.003 -0.002
Si -6.8 -4.094 11.058 0.005 -0.007 -0.001
Si -4.072 -1.371 11.044 0.007 0.002 0.004
Si -1.36 1.345 11.009 0.005 0.003 -0.001
Si -4.088 4.068 11.041 -0.001 -0.01 0.001
Si -1.37 6.784 11.007 -0.009 -0.005 -0.002
Si -4.089 -6.811 11.041 -0.004 0.001 0
Si -1.358 -4.089 11.012 0.006 -0.004 0.002
Si 2.727 0.004 12.304 -0.005 0.003 0.002
Si 5.458 2.719 12.243 0 0.002 -0.005
Si 2.724 5.441 12.3 -0.001 0.001 0.001
Si 5.451 -8.155 12.268 0 0.005 -0.004
Si 2.735 -5.439 12.316 0.007 0.003 -0.002
Si 5.454 -2.711 12.264 0.004 -0.003 -0.004
Si 8.182 -0.002 12.217 -0.011 0.008 -0.004
Si 10.89 2.724 12.2 -0.011 0.003 0.005
Si 8.175 5.449 12.221 0.003 -0.008 -0.003
Si -5.441 8.151 12.414 0.006 0.006 -0.003
Si -8.159 10.862 12.417 -0.008 -0.003 -0.004
Si -5.434 -2.732 12.411 -0.005 0.001 0.001
Si -2.711 -0.004 12.396 0.007 0.006 0.001
Si 0.004 2.72 12.344 -0.001 0 -0.001
Si -2.723 5.431 12.392 -0.002 0.004 0.002
Si -0.008 8.163 12.341 0.002 -0.001 -0.004
Si -2.73 -5.439 12.384 -0.003 -0.005 -0.007
Si 0.01 -2.722 12.352 -0.006 0.004 -0.004
Si 1.369 1.354 13.684 -0.002 0.013 -0.002
Si 4.103 4.061 13.621 0.012 -0.011 0.002
Si 1.361 6.798 13.676 -0.013 0.006 0.003
Si 4.106 -6.804 13.656 0.004 -0.01 0.001
Si 1.381 -4.082 13.692 0.007 -0.011 0.003
Si 4.104 -1.354 13.64 -0.008 0.008 0.004
Si 6.831 1.353 13.58 0.006 -0.004 -0.003
Si 9.534 4.079 13.568 -0.009 0.013 0.01
Si 6.831 -9.515 13.604 -0.005 -0.003 0
Si -6.796 9.507 13.785 -0.004 0 0
Si 6.824 -4.071 13.606 -0.004 0.004 0.001
Si 9.551 -1.353 13.577 -0.002 -0.008 -0.001
Si -4.07 1.359 13.766 0.001 -0.006 0.005
Si -1.349 4.066 13.733 0.005 -0.006 -0.001
Si -4.082 6.786 13.77 -0.002 -0.002 0.004
Si -1.374 9.509 13.723 -0.014 0.006 -0.002
Si -4.078 -4.091 13.779 0.008 -0.006 0.004
Si -1.344 -1.376 13.737 0.009 -0.008 0.005
Si 0.023 0 15.071 -0.004 -0.002 0.001
Si 2.756 2.711 15.012 -0.004 -0.004 -0.001
Si 0.015 5.444 15.067 -0.001 0.009 0.001
Si 2.733 8.157 15.015 0.001 -0.003 -0.001
Si 0 -5.438 15.045 0.003 0.005 0.001
Si 2.756 -2.704 15.024 0.002 0.006 0.001
Si 5.484 0.015 14.967 0.01 0.007 -0.004
Si 8.201 2.691 14.936 -0.006 -0.001 0.001
Si 5.486 5.414 14.953 -0.01 -0.005 0.001
Si 8.205 -8.139 14.939 0.001 -0.006 0.005
Si 5.482 -5.428 14.987 0 -0.005 0
Si 8.202 -2.714 14.944 -0.006 0.011 0.002
Si -5.426 -0.008 15.127 0.003 0.005 -0.003
Si -2.703 2.721 15.126 -0.005 0.004 0.007
Si -5.442 5.439 15.155 0.003 0.008 0.001
Si -2.723 8.158 15.118 0.002 0.007 -0.001
Si -5.444 -5.45 15.154 -0.004 0 0.002
Si -2.702 -2.724 15.122 0.007 0.008 -0.004
Si 18.047 -1.454 0.012 -0.194 -0.033 0.63
Si 20.688 1.209 0.186 -0.175 0.102 0.643
Si 17.181 4.337 -0.11 0.39 -0.174 0.694
Si 20.707 6.378 -0.015 -0.141 0.167 0.768
Si 17.397 -6.478 -0.006 0.166 -0.043 0.725
Si 20.218 -3.7 0.031 0.004 -0.19 0.695
Si 22.836 -1.092 0.151 0.205 -0.109 0.696
Si 26.126 1.05 -0.017 -0.151 0.216 0.752
Si 22.885 4.151 0.222 0.214 0.017 0.661
Si 25.682 7.055 0.021 0.043 -0.217 0.701
Si 23.493 9.281 0.026 -0.252 0.002 0.715
Si 9.65 -4.365 -0.344 -0.173 0.254 0.691
Si 11.888 -1.065 -0.03 0.093 -0.114 0.741
Si 14.501 1.671 0.04 0.176 -0.132 0.794
Si 12.431 4.015 0.112 -0.201 0.088 0.729
Si 15.181 6.79 0.075 -0.24 0.057 0.703
Si 11.919 -6.587 -0.111 0.187 -0.052 0.72
Si 15.176 -4.256 -0.076 -0.092 0.151 0.7
Si 19.089 0.051 1.439 0.019 -0.016 -0.059
Si 21.753 2.7 1.596 0.01 0.013 -0.027
Si 18.972 5.347 1.196 -0.043 -0.001 -0.051
Si 21.8 8.105 1.195 -0.001 0.019 -0.052
Si 19.031 -5.342 1.244 -0.012 0.003 -0.069
Si 21.738 -2.663 1.454 -0.01 -0.008 -0.056
Si 24.529 -0.015 1.342 0.013 0.012 -0.028
Si 10.822 2.782 1.31 -0.003 -0.007 -0.039
Si 24.523 5.434 1.291 0.001 0.005 -0.053
Si 10.787 -8.002 1.405 0.007 0.013 -0.054
Si 24.551 -5.504 1.42 -0.007 -0.018 -0.058
Si 10.717 -2.737 1.115 -0.001 -0.016 -0.022
Si 13.441 0.054 1.342 -0.006 -0.008 -0.06
Si 16.186 2.748 1.291 -0.014 -0.017 -0.08
Si 13.586 5.597 1.36 0.025 -0.006 -0.04
Si 16.353 8.272 1.397 0.011 0.008 -0.033
Si 13.549 -5.422 1.187 -0.013 0.003 -0.03
Si 16.347 -2.642 1.193 0.027 -0.004 -0.046
Si 17.613 1.414 2.645 -0.004 0.029 0.012
Si 20.273 4.075 2.737 0 0.046 0.016
Si 17.737 6.818 2.627 0.008 -0.037 0.003
Si 20.42 9.527 2.527 -0.002 -0.009 0.006
Si 17.663 -4.006 2.641 0.004 0.03 0.027
Si 20.418 -1.304 2.825 -0.005 0.005 0.044
Si 23.227 1.345 2.781 0.008 -0.024 0.023
Si 25.91 4.061 2.614 0.001 -0.024 0.011
Si 23.138 6.792 2.658 0.006 0.01 0.02
Si 25.936 -6.839 2.764 -0.004 -0.013 0.04
Si 23.15 -4.089 2.678 0.004 -0.008 0.006
Si 9.429 -1.4 2.619 0.02 0 0.027
Si 12.135 1.415 2.729 0.01 0.019 0.035
Si 14.911 4.158 2.703 -0.003 -0.007 0.036
Si 12.161 6.894 2.687 -0.001 -0.006 0.001
Si 14.867 -6.749 2.659 0.008 0.016 0.013
Si 12.174 -4.022 2.53 -0.015 0.017 0.009
Si 14.927 -1.316 2.567 -0.008 -0.018 -0.003
Si 16.266 0.025 3.981 -0.004 0.004 0.006
Si 18.955 2.719 4.079 0.008 -0.01 0.026
Si 16.328 5.495 4.014 0.013 -0.015 -0.013
Si 19.085 8.192 3.966 0.011 -0.002 0.013
Si 16.276 -5.383 3.979 0.022 -0.003 -0.014
Si 19.014 -2.701 4.068 -0.012 -0.008 -0.006
Si 21.824 0.021 4.124 -0.01 -0.006 0.007
Si 24.571 2.747 4.053 0.003 -0.001 0.012
Si 21.734 5.453 4.007 0.009 -0.01 -0.021
Si 24.504 -8.189 4.048 0.004 -0.013 -0.009
Si 21.761 -5.469 3.971 -0.018 -0.011 0.016
Si 24.518 -2.745 4.037 0.014 0.011 0.013
Si 10.792 -0.017 4.012 -0.012 0.012 -0.012
Si 13.545 2.773 4.046 -0.004 0.004 -0.01
Si 10.824 5.485 4.027 0.002 -0.004 0.001
Si 13.544 8.215 4.046 0.013 0.013 0.002
Si 10.853 -5.337 4.016 0.002 0.005 -0.016
Si 13.558 -2.686 3.928 -0.017 -0.006 -0.009
Si 17.707 -1.376 16.227 0.005 0.003 -0.005
Si 20.404 1.356 16.223 -0.007 0.003 0
Si 17.723 4.073 16.226 -0.003 0.005 -0.006
Si 20.42 6.775 16.201 0.002 0.001 0
Si 17.692 -6.795 16.215 0.004 -0.006 -0.006
Si 20.435 -4.073 16.221 -0.001 0.002 -0.003
Si 23.157 -1.351 16.237 0.005 0.004 0.007
Si 9.565 1.353 16.32 -0.013 0.001 -0.006
Si 23.145 4.1 16.234 -0.003 0.016 0.001
Si 9.587 -9.505 16.265 0.01 0.003 -0.007
Si 23.137 -6.773 16.232 0.002 0.004 -0.002
Si 9.568 -4.072 16.297 0.005 0.004 0.008
Si 12.273 -1.375 16.31 -0.001 -0.009 -0.002
Si 14.98 1.33 16.22 -0.005 -0.006 -0.003
Si 12.275 4.087 16.246 0.001 0.01 -0.008
Si 14.989 6.8 16.248 -0.002 -0.011 0.001
Si 12.317 -6.8 16.236 0.009 0.006 -0.008
Si 14.978 -4.079 16.254 -0.014 -0.007 -0.006
Si 19.077 -0.041 17.587 -0.005 0.005 0.023
Si 21.738 2.755 17.56 0.002 -0.002 -0.005
Si 19.084 5.427 17.602 0.007 -0.005 -0.002
Si 21.771 8.144 17.534 -0.003 -0.003 0.005
Si 19.026 -5.404 17.552 0.015 0.001 0.011
Si 21.823 -2.743 17.59 -0.004 -0.009 -0.013
Si 24.507 0.015 17.609 0.011 -0.012 0.012
Si 10.972 2.71 17.638 0.005 0.018 -0.009
Si 24.525 5.456 17.593 0.001 -0.004 0.021
Si 10.964 -8.128 17.603 -0.001 -0.015 0
Si 24.48 -5.405 17.623 -0.015 -0.003 -0.004
Si 10.913 -2.735 17.686 0.002 0.011 0.028
Si 13.643 0.002 17.644 0.01 0.021 0.002
Si 16.373 2.666 17.535 0.016 -0.001 0.008
Si 13.603 5.463 17.608 -0.007 -0.003 0.017
Si 16.373 -8.175 17.596 -0.002 0.025 -0.005
Si 13.671 -5.478 17.627 -0.005 0.003 0.008
Si 16.332 -2.71 17.599 0.008 -0.011 0.005
Si 17.709 1.313 18.936 -0.013 0 -0.03
Si 20.41 4.067 19.002 0 -0.007 -0.008
Si 17.727 6.782 18.954 0.006 0.006 -0.013
Si 20.372 -6.815 18.833 0.001 -0.014 -0.033
Si 17.665 -4.074 18.96 -0.009 -0.021 -0.011
Si 20.445 -1.426 18.93 -0.011 -0.001 -0.022
Si 23.093 1.403 18.881 0.008 -0.007 -0.016
Si 9.658 4.1 18.981 0.009 0.028 -0.009
Si 23.133 6.81 18.913 -0.011 0.011 -0.026
Si 9.656 -6.793 19.018 0.017 0.025 -0.008
Si 23.161 -4.053 19.031 -0.005 0.021 -0.006
Si 25.875 -1.336 18.997 0.01 -0.014 -0.029
Si 12.289 1.338 19.037 -0.014 -0.006 -0.006
Si 14.975 4.008 18.83 -0.012 -0.011 -0.053
Si 12.288 -9.448 19.01 0.014 -0.004 -0.015
Si 15.069 -6.819 18.995 -0.001 -0.014 -0.027
Si 12.282 -4.163 18.987 -0.019 -0.01 -0.029
Si 15.021 -1.339 18.994 0.006 0.002 0.003
Si 16.38 -0.002 20.394 0.021 0.008 0.062
Si 19.059 2.641 20.328 -0.002 -0.019 0.053
Si 16.337 5.328 20.155 0.007 -0.016 0.059
Si 19.059 8.197 20.287 0.004 0.012 0.037
Si 16.404 -5.468 20.399 0.009 0.013 0.042
Si 19.036 -2.738 20.305 0.015 0.015 0.037
Si 21.792 -0.015 20.232 -0.008 0.005 0.035
Si 24.503 2.739 20.191 -0.008 0.003 0.027
Si 21.8 5.449 20.314 0 0.009 0.038
Si 24.436 8.191 20.321 -0.007 0.009 0.066
Si 21.707 -5.489 20.207 -0.015 -0.005 0.061
Si 24.53 -2.68 20.431 0.009 -0.009 0.066
Si 10.934 0.02 20.453 -0.018 -0.029 0.05
Si 13.7 2.7 20.316 0.024 0.008 0.064
Si 10.954 5.51 20.393 -0.021 -0.003 0.042
Si 13.716 -8.141 20.382 -0.02 -0.01 0.038
Si 10.981 -5.492 20.495 0.002 0.013 0.041
Si 13.655 -2.753 20.252 -0.011 -0.014 0.054
Si 17.996 -1.143 21.691 -0.197 -0.121 -0.741
Si 20.242 1.044 21.605 0.034 0.208 -0.713
Si 17.396 3.769 21.527 0.145 -0.01 -0.766
Si 20.656 7.082 21.551 -0.045 -0.186 -0.743
Si 17.97 -6.63 21.766 -0.226 -0.119 -0.679
Si 20.137 -4.395 21.526 0.003 0.062 -0.745
Si 23.341 -1.05 21.643 -0.06 -0.22 -0.696
Si 9.303 1.229 21.679 0.225 0.007 -0.708
Si 23.427 4.286 21.55 -0.225 -0.049 -0.725
Si 9.307 6.631 21.685 0.186 0.047 -0.665
Si 22.814 -7.01 21.581 0.107 0.096 -0.732
Si 26.231 -3.731 21.698 -0.205 -0.095 -0.746
Si 12.11 -1.661 21.611 0.038 0.178 -0.814
Si 15.215 1.561 21.733 -0.133 -0.183 -0.749
Si 12.619 4.35 21.557 -0.128 -0.045 -0.726
Si 14.879 -9.834 21.525 0.037 0.216 -0.737
Si 12.687 -6.531 21.784 -0.289 -0.259 -0.702
Si 14.846 -4.223 21.629 0.212 0.153 -0.729
Si 9.819 2.018 24.603 -0.031 -0.019 -0.097
Si 13.337 7.236 -5.023 0.037 -0.028 0.048
Si 18.279 -2.446 -4.756 0.006 0.096 0.012
Si 17.917 4.144 -3.042 -0.108 -0.054 0.175
Si 17.78 -0.136 -2.801 0.121 0.148 0.114
Si 16.055 6.244 26.283 0.031 0.136 -0.132
Si 12.099 3.894 24.489 0.048 0.046 -0.085
Si 24.579 0.368 26.309 0.075 0.066 0.117
Si 21.367 -2.14 -4.922 0.137 0.131 0.01
Si 13.818 -6.223 -4.55 0.027 -0.058 0.03
Si 19.154 -6.997 -2.444 -0.044 -0.05 0.057
Si 12.115 3.41 -6.505 0.009 0.014 -0.047
Si 21.005 5.714 -5.457 -0.113 -0.019 -0.118
Si 22.016 0.555 -6.43 0.03 0.058 -0.051
Si 19.32 5.156 23.525 0.088 -0.071 -0.19
Si 16.504 -2.171 -7.034 -0.039 -0.167 -0.033
Si 17.275 4.029 -5.935 -0.029 -0.064 -0.023
Si 21.939 -2.898 23.697 0.089 -0.005 -0.112
Si 9.151 -4.159 -3.436 -0.124 -0.004 0.215
Si 13.945 -0.371 23.882 0.07 0.033 -0.166
Si 10.54 5.376 -1.858 -0.015 -0.105 0.029
Si 10.851 5.636 -4.954 0.097 0.092 -0.013
Si 23.644 6.792 -6.664 -0.003 -0.068 0.022
Si 15.127 -4.989 -6.901 -0.007 0.08 -0.038
Si 14.622 5.204 -6.916 0.033 0.024 0.046
Si 14.75 3.579 25.958 0.081 0.012 0.047
Si 23.368 -5.487 24.29 0.004 -0.041 -0.054
Si 20.014 1.993 -2.745 0.006 -0.111 0.218
Si 8.293 3.159 -1.889 0.057 -0.129 0.055
Si 23.174 -1.201 -2.749 -0.037 -0.087 0.114
Si 14.977 0.322 -2.808 -0.092 -0.011 -0.005
Si 8.448 7.061 -5.881 -0.048 0.197 -0.041
Si 12.075 -3.869 -4.444 0.021 -0.125 0.043
Si 13.733 -7.978 -2.273 -0.014 0.002 0.039
Si 16.193 8.147 23.824 0.076 0.038 -0.078
Si 19.62 6.593 -2.962 0.087 -0.099 0.044
Si 17.18 -6.954 -6.831 0.002 -0.001 -0.031
Si 8.282 -5.558 23.729 -0.047 -0.006 -0.053
Si 21.695 -5.561 -1.954 0.042 0.015 0.076
Si 13.761 -2.409 -2.226 -0.035 0 0.21
Si 11.577 -0.06 25.844 0.068 -0.043 -0.005
Si 22.928 1.584 -3.791 -0.013 -0.059 -0.04
Si 22.887 -4.717 -4.75 0.024 0.041 0.03
Si 8.537 -6.501 -5.03 -0.094 -0.018 -0.008
Si 19.94 2.954 -6.709 -0.009 0.025 0.02
Si 9.766 0.009 -4.761 -0.095 -0.035 0.122
Si 13.455 -7.296 24.535 -0.069 0.001 -0.172
Si 12.679 0.768 -4.911 -0.024 0.029 0.074
Si 21.781 1.411 26.161 -0.046 0.072 0.005
Si 21.617 2.939 23.625 -0.016 -0.039 -0.114
Si 18.305 -5.275 -4.726 0.051 -0.101 -0.072
Si 16.223 -2.479 23.915 -0.032 -0.042 -0.114
Si 18.635 6.732 -6.945 0.06 -0.003 0.006
Si 12.033 6.771 25.697 -0.005 0.014 -0.001
Si 17.636 -1.322 5.373 0.003 0.01 0.003
Si 20.392 1.383 5.401 0.006 0.005 0.004
Si 17.638 4.118 5.41 -0.01 0.008 0.016
Si 20.416 6.839 5.369 -0.005 0.002 0.006
Si 17.669 9.547 5.307 -0.006 -0.006 -0.009
Si 20.403 -4.1 5.354 0.019 0.006 0
Si 23.169 -1.385 5.418 0.007 0.011 0.014
Si 25.908 1.341 5.378 0.004 -0.007 0.002
Si 23.132 4.093 5.355 -0.006 0.011 0
Si 25.881 6.763 5.371 0.002 -0.001 0.007
Si 23.132 -6.803 5.363 -0.001 0.004 -0.001
Si 9.48 -4.03 5.399 0.002 0 0.007
Si 12.21 -1.344 5.343 0.007 -0.007 -0.004
Si 14.923 1.387 5.365 0.002 0.001 0
Si 12.189 4.127 5.397 0.001 0.003 0.005
Si 14.94 6.843 5.365 -0.008 -0.026 0.001
Si 12.19 -6.734 5.384 -0.015 0 0.003
Si 14.913 -4.032 5.337 -0.009 0.002 -0.004
Si 19.026 0.01 6.736 0.003 -0.005 0.001
Si 21.772 2.744 6.731 -0.005 -0.002 0.002
Si 19.044 5.473 6.724 0.008 -0.001 0.001
Si 21.778 -8.146 6.739 0.001 -0.005 -0.003
Si 19.029 -5.443 6.708 0.004 -0.003 -0.008
Si 21.772 -2.745 6.726 0.003 -0.005 0.004
Si 24.528 0.002 6.742 -0.005 -0.004 0.003
Si 27.268 2.696 6.734 0.002 -0.008 -0.001
Si 24.501 5.432 6.73 -0.008 0.002 -0.004
Si 10.857 -8.118 6.759 0.007 -0.001 0
Si 8.132 -5.407 6.771 0.005 -0.001 -0.005
Si 10.858 -2.682 6.745 -0.007 0.002 0.001
Si 13.569 0.014 6.718 0.001 0.006 -0.005
Si 16.285 2.736 6.744 0.005 0.008 0.002
Si 13.581 5.475 6.735 0.006 -0.002 0.002
Si 16.319 8.197 6.705 0.004 0.001 -0.003
Si 13.578 -5.395 6.728 0.004 0 -0.001
Si 16.28 -2.691 6.718 -0.008 0.004 -0.001
Si 17.671 1.379 8.091 0.003 0.005 -0.005
Si 20.409 4.108 8.082 0.017 0.015 -0.003
Si 17.674 6.829 8.074 0.004 -0.003 -0.007
Si 20.4 -6.788 8.079 0.001 -0.006 -0.001
Si 17.667 -4.064 8.057 -0.005 -0.008 -0.005
Si 20.404 -1.366 8.07 -0.006 -0.003 -0.005
Si 23.14 1.367 8.074 -0.006 -0.006 -0.002
Si 25.877 4.065 8.07 -0.001 -0.006 -0.009
Si 23.145 6.805 8.084 0.003 0.006 0.005
Si 9.492 -6.775 8.128 -0.009 -0.006 -0.002
Si 23.15 -4.087 8.078 -0.007 -0.001 -0.004
Si 9.499 -1.339 8.122 0.01 0.012 -0.002
Si 12.222 1.374 8.095 -0.002 0.002 0.003
Si 14.932 4.1 8.097 -0.006 -0.009 0.003
Si 12.229 6.832 8.104 0.005 0.005 -0.003
Si 14.954 -6.768 8.069 0.002 0.004 -0.006
Si 12.218 -4.051 8.101 -0.002 0.002 -0.004
Si 14.935 -1.336 8.089 -0.002 -0.003 -0.002
Si 16.313 0.012 9.446 -0.002 0 0.001
Si 19.05 2.737 9.435 0.005 0.002 -0.001
Si 16.321 5.457 9.434 0.005 0.002 -0.001
Si 19.045 -8.149 9.437 -0.003 -0.003 0.001
Si 16.321 -5.422 9.432 -0.003 -0.003 0
Si 19.038 -2.719 9.428 0.007 0.001 0.003
Si 21.774 0 9.422 0 0.002 0.007
Si 24.508 2.721 9.434 0.001 -0.002 0.003
Si 21.779 5.452 9.442 -0.008 -0.005 0.004
Si 8.156 -8.138 9.516 0.002 -0.001 -0.002
Si 21.775 -5.434 9.433 0.005 0.001 0.004
Si 8.151 -2.707 9.494 -0.006 0.001 -0.006
Si 10.87 0.018 9.47 -0.004 0.008 0
Si 13.586 2.729 9.456 0.002 -0.003 0.001
Si 10.879 5.456 9.471 0.007 -0.002 -0.004
Si 13.605 -8.132 9.446 0.006 -0.008 0
Si 10.87 -5.417 9.471 0.002 -0.006 -0.002
Si 13.589 -2.699 9.457 -0.002 0.008 0.004
Si 17.684 -1.354 10.793 -0.004 0.002 0
Si 20.417 1.365 10.783 0 -0.002 -0.002
Si 17.688 4.094 10.792 0.001 0.001 0
Si 20.409 -9.511 10.792 0.005 0.007 0.001
Si 17.688 -6.784 10.79 0.005 -0.003 -0.004
Si 20.412 -4.07 10.788 -0.003 -0.005 0
Si 23.144 -1.351 10.784 0 0.001 0
Si 25.87 1.364 10.792 0.003 -0.002 0.001
Si 23.147 4.085 10.791 0 0.007 0
Si 9.529 -9.51 10.85 -0.01 0.002 0.003
Si 6.801 -6.79 10.893 0.001 -0.008 0.002
Si 9.518 -4.066 10.848 -0.005 0 -0.005
Si 12.237 -1.343 10.825 -0.006 -0.001 -0.001
Si 14.955 1.369 10.81 -0.003 0.01 0
Si 12.239 4.087 10.826 0.004 -0.006 0.003
Si 14.968 6.817 10.797 -0.003 0 -0.002
Si 12.244 -6.781 10.815 0 0.006 -0.003
Si 14.963 -4.067 10.799 0.003 -0.006 -0.002
Si 19.056 0.006 12.144 0.007 0.005 0.002
Si 21.788 2.716 12.143 0 0.001 -0.002
Si 19.055 5.445 12.154 0.004 0.001 0.001
Si 21.774 -8.15 12.14 -0.003 -0.004 -0.003
Si 19.055 -5.433 12.15 -0.001 -0.005 0.004
Si 21.779 -2.708 12.142 -0.002 0.002 -0.003
Si 24.504 0.008 12.15 -0.002 -0.002 0
Si 27.217 2.738 12.151 -0.006 0.002 0.002
Si 24.504 5.45 12.15 0 -0.001 0.005
Si 10.901 -8.146 12.19 0.01 -0.008 0.001
Si 8.176 -5.425 12.23 0.001 0.002 -0.002
Si 10.891 -2.706 12.194 0.005 0.005 0
Si 13.605 0.008 12.182 0.003 -0.003 0
Si 16.332 2.727 12.152 0 -0.002 -0.002
Si 13.622 5.446 12.162 0.003 0.002 -0.002
Si 16.337 8.17 12.152 0.005 0.003 0
Si 13.61 -5.425 12.167 -0.002 -0.004 0
Si 16.332 -2.718 12.157 -0.007 -0.002 0.003
Si 17.69 1.359 13.504 -0.005 0.009 0.005
Si 20.427 4.074 13.496 0.006 -0.007 0.003
Si 17.694 6.805 13.512 -0.004 0.005 0.006
Si 20.418 -6.797 13.505 0.009 -0.003 0.001
Si 17.701 -4.074 13.514 0.006 -0.007 0.003
Si 20.426 -1.345 13.505 -0.008 0.001 0.006
Si 23.15 1.367 13.518 0.004 -0.001 0.004
Si 25.858 4.094 13.519 -0.001 0.006 0.008
Si 23.136 -9.503 13.495 -0.012 0.008 -0.001
Si 9.557 -6.786 13.567 -0.008 0.001 0.004
Si 23.141 -4.066 13.502 -0.001 -0.004 0.007
Si 25.866 -1.344 13.515 0 0 0.005
Si 12.253 1.361 13.558 0 0.003 0.007
Si 14.986 4.086 13.521 -0.001 0.002 -0.002
Si 12.271 6.801 13.526 0.01 -0.007 0.002
Si 14.981 9.532 13.508 -0.005 -0.001 -0.003
Si 12.259 -4.068 13.54 -0.007 0.007 -0.001
Si 14.969 -1.37 13.523 0.004 0.001 0.003
Si 16.342 -0.02 14.864 -0.01 -0.002 0.003
Si 19.062 2.716 14.852 0.006 -0.001 0.004
Si 16.347 5.44 14.885 0.003 -0.001 0.001
Si 19.058 8.161 14.866 0.004 -0.001 -0.003
Si 16.332 -5.43 14.872 0 -0.002 0.006
Si 19.074 -2.713 14.862 0.004 -0.003 0.002
Si 21.788 0.006 14.877 -0.001 -0.002 0.002
Si 24.506 2.73 14.887 -0.001 -0.003 0.001
Si 21.792 5.438 14.846 0 -0.002 0.001
Si 24.484 -8.13 14.853 -0.006 -0.004 0
Si 21.78 -5.432 14.856 -0.007 -0.005 0
Si 24.502 -2.709 14.867 -0.007 -0.001 -0.002
Si 10.916 -0.005 14.947 -0.003 0.006 0.008
Si 13.634 2.727 14.886 0.004 0.009 0.002
Si 10.916 5.446 14.892 -0.002 -0.007 0.002
Si 13.647 8.156 14.869 -0.006 0.001 0.003
Si 10.925 -5.425 14.921 0.01 -0.008 -0.001
Si 13.614 -2.717 14.907 0.003 -0.009 0
Si -31.037 -1.747 -0.127 0.023 0.222 0.7
Si -28.169 1.158 -0.098 -0.306 0.182 0.7
Si 33.849 4.403 -0.253 0.228 -0.287 0.702
Si -28.202 6.577 -0.099 -0.181 0.144 0.76
Si -31.438 -6.697 -0.246 0.195 -0.147 0.692
Si -28.735 -3.904 -0.236 0.202 -0.081 0.717
Si -25.824 -1.008 -0.049 0.07 -0.391 0.697
Si -22.804 1.119 0.164 -0.101 0.151 0.721
Si -25.994 4.362 0.041 0.123 -0.094 0.78
Si -23.157 6.953 -0.01 0.23 -0.195 0.746
Si -25.349 9.212 0.057 -0.173 0.103 0.771
Si 26.202 -4.55 0.084 -0.259 0.389 0.691
Si 28.409 -1.092 0.025 0.032 -0.206 0.725
Si 31.115 1.614 -0.034 0.094 -0.082 0.75
Si 28.858 3.771 -0.041 -0.159 0.128 0.745
Si 31.519 6.549 -0.029 -0.159 0.182 0.789
Si 28.492 -6.802 0.071 0.295 -0.228 0.644
Si 31.665 -4.45 -0.014 -0.09 -0.015 0.715
Si -29.843 -0.055 1.093 0.01 -0.018 -0.057
Si -27.155 2.757 1.297 0.015 0 -0.027
Si -29.839 5.445 1.172 0.006 -0.001 -0.052
Si -27.062 8.131 1.251 0.024 -0.028 -0.079
Si -29.847 -5.511 1.106 -0.027 0.011 -0.045
Si -27.079 -2.738 1.061 -0.018 0.012 -0.055
Si -24.392 0.022 1.472 0.013 -0.005 -0.047
Si 27.272 2.651 1.284 0.013 -0.016 -0.058
Si -24.367 5.441 1.348 0.002 0.003 -0.041
Si 27.263 -8.255 1.412 -0.025 0.024 -0.052
Si -24.385 -5.525 1.489 -0.002 -0.029 -0.074
Si 27.28 -2.782 1.245 -0.009 0.009 -0.031
Si 29.987 0.038 1.318 0 0.017 -0.055
Si 32.768 2.771 1.147 -0.028 0.008 -0.04
Si 29.981 5.365 1.279 -0.004 -0.016 -0.058
Si -32.566 8.137 1.217 -0.007 0.006 -0.046
Si 30.059 -5.553 1.291 -0.009 0.008 -0.03
Si -32.513 -2.854 1.303 -0.013 0.001 -0.034
Si -31.192 1.329 2.484 -0.002 -0.001 -0.006
Si -28.565 4.069 2.621 0.004 0.019 0.02
Si -31.171 6.809 2.573 0 -0.008 0.022
Si -28.478 9.509 2.539 -0.01 -0.015 0.008
Si -31.147 -4.195 2.629 0.036 -0.014 0.034
Si -28.461 -1.394 2.51 0.003 -0.034 0.02
Si -25.791 1.427 2.712 -0.006 0.007 0.014
Si -23.088 4.069 2.776 -0.026 0 0.012
Si -25.746 6.796 2.703 0.008 0.006 0.038
Si -23.013 -6.851 2.82 0.013 -0.019 0.053
Si -25.834 -4.075 2.61 -0.016 0.041 0.008
Si 25.882 -1.445 2.642 0.022 0.008 0.004
Si 28.625 1.347 2.711 -0.007 0.014 0.034
Si 31.406 4.06 2.619 0.002 -0.006 0.038
Si 28.633 6.689 2.682 0.023 0.005 0.009
Si -33.908 -6.895 2.664 -0.003 -0.014 0.019
Si 28.693 -4.106 2.604 0 0 0.024
Si -33.908 -1.406 2.571 -0.013 -0.018 -0.001
Si -32.552 -0.011 3.902 0.003 0.014 0.002
Si -29.899 2.676 3.953 -0.015 0.006 -0.002
Si -32.543 5.453 3.963 -0.015 -0.002 -0.014
Si -29.83 8.164 3.949 -0.014 0.008 0.001
Si -32.553 -5.501 3.996 -0.002 0.017 -0.002
Si -29.81 -2.75 3.936 0.007 0.005 -0.016
Si -27.172 -0.018 3.97 -0.016 -0.013 -0.016
Si -24.461 2.741 4.127 0.007 -0.015 0.013
Si -27.168 5.422 3.998 0.006 0.003 -0.014
Si -24.428 -8.185 4.126 -0.007 0.005 -0.007
Si -27.18 -5.442 3.971 0.015 -0.01 -0.002
Si -24.532 -2.772 4.112 0.002 -0.007 0.009
Si 27.241 -0.048 4.003 -0.011 0.007 -0.016
Si 30.02 2.72 4.007 -0.008 0.006 -0.015
Si 27.252 5.377 4.029 -0.009 -0.011 0.005
Si -35.293 8.093 4.01 -0.004 0.02 -0.006
Si 27.314 -5.431 4.018 -0.004 0.003 0.015
Si -35.267 -2.734 3.973 -0.012 -0.013 0.015
Si -31.297 -1.34 16.283 0.01 -0.003 -0.011
Si -28.588 1.355 16.281 -0.016 -0.002 -0.002
Si -31.295 4.111 16.251 -0.001 -0.001 -0.007
Si -28.572 6.786 16.237 0.006 0.006 -0.011
Si -31.303 -6.765 16.209 0.004 -0.001 -0.014
Si -28.59 -4.069 16.263 0.001 0.002 -0.009
Si -25.897 -1.366 16.328 0.002 0.007 -0.002
Si 25.873 1.388 16.267 -0.002 0.009 0
Si -25.876 4.055 16.336 -0.007 0.006 -0.003
Si 25.833 -9.483 16.211 -0.001 0.005 -0.008
Si -25.863 -6.795 16.276 0.011 -0.01 -0.007
Si 25.85 -4.058 16.246 0.008 0.002 -0.001
Si 28.563 -1.293 16.263 0.012 0.002 -0.003
Si 31.262 1.408 16.268 0.003 0.006 -0.007
Si 28.581 4.109 16.236 0.004 0.002 -0.009
Si -34.018 6.837 16.243 0.008 -0.014 -0.004
Si 28.565 -6.751 16.242 0.006 0.007 -0.003
Si -34 -4.026 16.23 0.015 -0.016 -0.011
Si -29.934 0.006 17.649 -0.001 0.01 0.018
Si -27.256 2.694 17.673 0.017 0.003 -0.004
Si -29.927 5.457 17.61 -0.002 -0.01 0.001
Si -27.177 8.103 17.576 -0.001 -0.035 0.008
Si -29.993 -5.393 17.584 -0.001 0.012 0.027
Si -27.234 -2.753 17.663 0.003 -0.003 0.003
Si -24.583 -0.047 17.769 0.023 -0.011 0.03
Si 27.255 2.755 17.623 -0.002 0.011 -0.02
Si -24.48 5.375 17.702 0.008 0.004 0.017
Si 27.141 -8.078 17.565 0 -0.001 -0.02
Si -24.548 -5.457 17.702 0.006 -0.015 0.006
Si 27.205 -2.674 17.588 -0.029 -0.012 0.004
Si 29.901 0.081 17.658 -0.026 0.011 -0.009
Si 32.597 2.803 17.614 -0.021 0.013 0.017
Si 29.883 5.506 17.609 -0.008 -0.006 0.005
Si -32.634 -8.121 17.569 -0.005 0.015 0.005
Si 29.944 -5.381 17.586 -0.018 0.003 0.01
Si -32.665 -2.689 17.637 0.009 -0.012 0.009
Si 33.997 1.458 18.928 0.004 0.014 -0.038
Si -28.549 4.138 18.988 -0.002 0.003 -0.01
Si -31.281 6.844 18.927 -0.008 0.002 -0.027
Si -28.589 -6.821 18.782 0.005 -0.007 -0.05
Si -31.35 -4.068 19.025 -0.002 -0.002 -0.002
Si -28.625 -1.439 19.004 -0.003 -0.006 -0.036
Si -25.987 1.307 19.099 0.005 -0.006 -0.017
Si 25.933 4.136 18.972 0.009 0.031 -0.012
Si -25.78 6.809 19.003 0.005 0.019 -0.044
Si 25.821 -6.745 19 0.008 -0.014 -0.008
Si -25.891 -4.095 19.076 0.001 0.048 -0.015
Si -23.321 -1.452 19.208 -0.016 -0.033 -0.034
Si 28.584 1.455 19.079 0.016 0.018 0.014
Si 31.261 4.202 19 0.016 -0.022 -0.045
Si 28.461 -9.434 18.905 0.001 -0.021 -0.024
Si 31.324 -6.739 18.921 0.007 0.004 -0.021
Si 28.591 -4.004 18.934 -0.005 0.001 -0.034
Si 31.274 -1.283 18.979 0.022 -0.01 -0.008
Si 32.625 0.122 20.281 -0.002 0.002 0.084
Si 35.326 2.849 20.315 -0.017 -0.002 0.041
Si 32.612 5.629 20.344 -0.039 0.005 0.05
Si -29.844 8.167 20.186 0.003 -0.026 0.05
Si 32.628 -5.464 20.422 0.027 -0.017 0.063
Si -29.996 -2.726 20.413 0.006 -0.009 0.071
Si -27.323 -0.128 20.424 0.031 -0.007 0.037
Si -24.655 2.602 20.538 0.012 0.013 0.061
Si -27.101 5.415 20.329 0.013 -0.02 0.046
Si -24.526 8.161 20.513 0.019 -0.003 0.062
Si -27.304 -5.538 20.202 -0.003 0.008 0.05
Si -24.683 -2.855 20.691 0.011 0.016 0.03
Si 27.235 0.033 20.392 -0.013 -0.024 0.065
Si 29.918 2.891 20.447 0.011 0.013 0.077
Si 27.194 5.585 20.404 -0.031 -0.009 0.043
Si 29.84 -8.04 20.149 -0.011 -0.006 0.059
Si 27.203 -5.337 20.293 0.01 0.016 0.078
Si 29.933 -2.632 20.337 -0.017 0.021 0.038
Si 34.158 -1.009 21.619 -0.146 -0.261 -0.744
Si 36.39 1.17 21.539 0.121 0.145 -0.764
Si 33.801 4.094 21.631 0.248 0.172 -0.736
Si -28.227 7.073 21.468 -0.049 0.008 -0.751
Si 34.319 -6.704 21.593 -0.277 -0.076 -0.698
Si -28.835 -4.459 21.552 -0.003 0.27 -0.769
Si -26.001 -1.327 22.033 -0.149 -0.262 -0.638
Si 25.553 1.172 21.556 0.121 0.015 -0.655
Si -25.735 4.212 21.878 -0.211 -0.147 -0.732
Si 25.507 6.649 21.719 0.262 0.132 -0.689
Si -26.181 -6.949 21.684 0.164 0.013 -0.661
Si -22.887 -4.008 21.767 -0.352 -0.118 -0.661
Si 28.453 -1.478 21.757 0.1 0.21 -0.669
Si 31.642 1.794 21.604 -0.273 -0.101 -0.8
Si 28.87 4.608 21.733 -0.117 -0.167 -0.744
Si 31.015 -9.429 21.556 0.223 0.029 -0.679
Si 28.788 -6.489 21.541 -0.179 -0.132 -0.718
Si 30.998 -4.233 21.653 0.269 0.091 -0.694
Si 26.498 1.731 24.385 0.065 0.008 -0.093
Si 29.895 4.374 -6.289 -0.036 -0.052 -0.104
Si -29.053 0.483 -5.618 -0.03 -0.175 0.204
Si -30.681 4.909 -3.182 -0.084 -0.042 0.005
Si -32.347 0.106 -2.16 -0.013 -0.03 0.113
Si 31.75 0.506 -4.998 -0.069 0.269 0.11
Si 27.771 4.391 24.683 0.1 0.104 -0.184
Si -27.765 -4.572 -3.186 0.049 -0.063 0.198
Si -29.398 0.812 -2.698 0.089 -0.112 -0.042
Si 30.523 -6.517 -4.628 -0.132 0.033 -0.039
Si 30.944 -3.652 -4.485 0.036 -0.044 0.002
Si 30.897 -7.489 26.021 -0.051 0.066 -0.072
Si -24.183 5.291 -5.848 -0.121 0.191 -0.07
Si -25.574 2.803 -4.675 -0.114 -0.004 0.015
Si -29.627 5.305 23.719 -0.025 -0.08 -0.14
Si 32.554 3.835 26.126 0.128 -0.035 -0.092
Si -28.019 -5.165 26.082 -0.113 0.157 -0.113
Si -26.287 -7.488 -6.67 -0.001 -0.024 0.073
Si 25.184 -2.857 -4.321 -0.164 -0.078 0.047
Si 31.539 1.379 24.633 -0.06 0.02 -0.031
Si 26.838 5.102 -2.018 0.082 0.001 0.074
Si 28.183 6.149 -4.326 -0.021 0.02 0.033
Si -20.1 -3.749 25.504 -0.041 0.046 -0.181
Si 27.108 -2.84 -6.29 -0.03 0.01 -0.002
Si 32.286 -4.385 24.208 -0.006 0.022 0.036
Si 29.223 -0.759 -6.21 0.056 -0.022 0.001
Si -24.473 -7.894 26.349 0.037 0.017 -0.052
Si -28.198 4.463 -4.949 0.028 0.11 0.036
Si 24.63 2.885 -1.933 0.045 -0.053 0.08
Si -24.844 -1.326 -3.054 -0.023 -0.02 0.135
Si -32.491 3.549 -5.534 0.072 -0.11 0.088
Si 26.382 7.913 -6.177 -0.031 -0.018 0.013
Si 26.99 -4.246 -2.616 -0.069 -0.057 0.133
Si 29.848 7.943 -2.324 -0.076 0.075 0.131
Si 32.465 -7.488 23.632 0.109 -0.141 -0.082
Si -30.006 7.761 -2.443 -0.066 0.08 0.159
Si -27.959 -2.893 23.976 0.147 0.005 0.049
Si 26.079 -4.751 24.661 -0.013 -0.078 -0.058
Si -28.795 -6.866 -4.865 0.022 0.029 0.06
Si 29.693 -2.973 -1.979 -0.078 0.006 0.118
Si 28.98 -0.272 24.614 0.1 0.003 -0.193
Si -27.834 -1.455 -3.81 -0.034 0.048 0.107
Si -25.14 -6.131 -2.819 -0.046 0.025 0.069
Si 27.489 -5.789 -5.113 0.041 0.038 0.057
Si -25.707 -5.763 24.547 -0.047 -0.018 -0.057
Si -32.075 -3.298 -6.212 -0.196 -0.038 -0.082
Si 28.207 -6.933 24.514 0.011 -0.06 -0.103
Si -31.518 -0.638 -6.955 0.158 0.024 -0.053
Si -30.597 -5.744 -7.074 0.007 0.038 -0.168
Si -27.669 2.859 23.914 0.11 0.075 -0.082
Si -31.287 -0.037 26.054 -0.034 0.049 0.092
Si -30.957 -2.288 24.239 -0.059 -0.079 -0.04
Si -24.708 -3.353 26.273 -0.108 -0.132 0.001
Si 26.198 7.143 24.727 -0.035 -0.044 -0.089
Si -31.205 -1.379 5.283 0.002 -0.007 -0.006
Si -28.539 1.335 5.337 0.013 0.005 0.005
Si -31.23 4.059 5.33 0.003 -0.003 0.001
Si -28.513 6.799 5.35 0.003 -0.001 0.005
Si -31.2 9.482 5.357 0.002 -0.011 0.003
Si -28.514 -4.092 5.364 0 0.006 0.002
Si -25.86 -1.358 5.417 -0.006 0.001 0.007
Si -23.111 1.379 5.505 -0.008 0.012 0.006
Si -25.845 4.091 5.434 -0.003 0.017 0.004
Si -23.097 6.785 5.5 -0.003 -0.001 0.004
Si -25.824 -6.786 5.389 -0.002 0.013 0.006
Si 25.907 -4.095 5.367 0.012 -0.01 0.012
Si -36.652 -1.39 5.344 0 -0.003 0.005
Si -33.911 1.326 5.323 -0.005 -0.013 -0.002
Si 28.636 4.049 5.379 0.013 0.002 0.007
Si -33.92 6.767 5.363 0.008 -0.014 0.005
Si -36.639 -6.826 5.359 -0.002 0.008 0.012
Si -33.919 -4.106 5.33 0.002 -0.005 0.004
Si -29.895 -0.019 6.702 0.003 0.002 -0.01
Si -27.204 2.696 6.744 -0.003 -0.006 -0.003
Si -29.88 5.427 6.704 -0.003 -0.006 -0.008
Si -27.181 -8.16 6.744 0.002 0.003 -0.005
Si -29.88 -5.449 6.724 -0.002 0.005 0.004
Si -27.196 -2.732 6.769 -0.003 -0.002 0.002
Si -24.49 -0.013 6.802 0.002 -0.007 -0.004
Si -21.76 2.735 6.867 -0.004 0.006 0
Si -24.484 5.43 6.821 0.002 -0.003 0
Si 27.244 -8.17 6.707 0.001 0.005 0.001
Si 24.513 -5.444 6.709 -0.001 -0.001 0.003
Si 27.257 -2.724 6.72 -0.013 0.006 0.001
Si -35.295 -0.013 6.692 -0.004 0.003 0.004
Si -32.592 2.709 6.702 -0.005 0.008 -0.004
Si -35.302 5.431 6.726 -0.005 0 0.004
Si -32.577 8.141 6.722 -0.004 0.005 -0.002
Si -35.289 -5.45 6.708 -0.003 -0.005 -0.004
Si -32.574 -2.721 6.677 -0.004 -0.003 -0.001
Si -31.245 1.351 8.071 -0.004 -0.005 -0.004
Si -28.549 4.071 8.098 0.003 0 -0.006
Si -31.237 6.778 8.086 -0.009 -0.001 -0.005
Si -28.539 -6.804 8.106 0.003 0.003 -0.007
Si -31.248 -4.081 8.071 0.007 0.002 -0.002
Si -28.561 -1.366 8.104 -0.003 -0.011 0.002
Si -25.853 1.354 8.139 -0.002 0.003 -0.004
Si -23.134 4.084 8.202 -0.001 -0.002 0.004
Si -25.842 6.81 8.145 0.005 0.003 -0.004
Si 25.873 -6.808 8.064 -0.005 -0.004 -0.003
Si -25.837 -4.081 8.145 0.011 0.01 -0.003
Si 25.893 -1.361 8.085 0.013 0.01 0
Si 28.626 1.339 8.079 -0.004 0.003 0.004
Si -33.954 4.063 8.078 -0.012 -0.007 -0.002
Si 28.605 6.799 8.072 0.007 -0.004 -0.005
Si -33.945 -6.809 8.075 0.011 0.01 0
Si 28.613 -4.093 8.067 -0.003 -0.007 -0.002
Si -33.945 -1.373 8.054 0.003 0.002 -0.007
Si -32.614 0.001 9.43 -0.007 0.004 0.004
Si -29.909 2.714 9.455 0.004 0.007 -0.003
Si -32.61 5.432 9.445 0.003 -0.003 -0.004
Si -29.903 -8.167 9.458 -0.001 -0.004 -0.003
Si -32.611 -5.433 9.439 -0.005 0.003 -0.001
Si -29.917 -2.723 9.459 -0.008 0.004 -0.001
Si -27.212 -0.011 9.484 -0.002 -0.004 -0.002
Si -24.502 2.705 9.523 0.008 -0.005 0.001
Si -27.204 5.431 9.48 0.001 -0.005 -0.006
Si 24.509 -8.154 9.434 -0.002 -0.001 0.004
Si -27.198 -5.448 9.489 -0.001 -0.003 0.001
Si 24.51 -2.715 9.429 -0.003 0.003 -0.002
Si 27.246 0.002 9.441 0.004 -0.004 0.003
Si 29.958 2.719 9.441 0.001 -0.003 0.002
Si 27.231 5.442 9.424 -0.002 0.007 0.001
Si 29.955 -8.153 9.433 -0.008 0.009 -0.001
Si 27.231 -5.438 9.421 -0.004 0.001 -0.001
Si 29.962 -2.718 9.423 -0.003 0.002 0.001
Si -31.274 -1.354 10.811 0.004 -0.007 -0.003
Si -28.566 1.358 10.835 0.003 -0.002 -0.004
Si -31.265 4.075 10.817 -0.004 -0.008 0
Si -28.561 -9.527 10.835 0.004 0.005 -0.005
Si -31.267 -6.797 10.807 0 0.012 -0.003
Si -28.565 -4.079 10.828 -0.004 0.003 -0.005
Si -25.859 -1.361 10.863 0.003 0.006 0
Si -23.152 1.351 10.899 0 -0.003 0.004
Si -25.859 4.076 10.864 -0.002 0.009 0.001
Si 25.869 -9.516 10.788 -0.002 -0.002 0.001
Si 23.141 -6.792 10.787 -0.004 -0.007 0.002
Si 25.871 -4.073 10.785 0.002 -0.002 0.003
Si 28.601 -1.359 10.793 -0.001 0.005 0.001
Si -33.971 1.361 10.8 -0.002 0.003 0.002
Si 28.586 4.086 10.79 0.002 -0.008 -0.001
Si -33.977 6.803 10.795 0 -0.007 -0.001
Si 28.585 -6.791 10.788 0 0.002 0.004
Si -33.976 -4.072 10.799 0.001 -0.007 0
Si -29.932 0.006 12.189 -0.006 0.002 0
Si -27.215 2.707 12.212 -0.003 -0.003 -0.003
Si -29.923 5.437 12.191 -0.001 -0.007 0.001
Si -27.209 -8.174 12.207 -0.005 -0.005 0.001
Si -29.925 -5.435 12.18 0.009 -0.003 -0.002
Si -27.225 -2.722 12.205 -0.002 -0.008 0.003
Si -24.512 -0.013 12.247 0.008 0.006 0.004
Si -21.805 2.712 12.269 0.013 0.006 -0.006
Si -24.506 5.421 12.246 0.002 -0.013 0.004
Si 27.22 -8.147 12.147 -0.003 -0.002 0
Si 24.502 -5.426 12.143 -0.007 0.001 -0.003
Si 27.223 -2.704 12.148 0.008 0 -0.001
Si -35.341 0.015 12.159 0.002 0 -0.002
Si -32.63 2.724 12.173 -0.004 -0.002 0.002
Si -35.344 5.453 12.155 -0.005 0.007 0.003
Si -32.637 8.173 12.163 -0.001 0.004 0.002
Si -35.355 -5.416 12.154 -0.006 0.003 0.001
Si -32.637 -2.701 12.171 0.001 0.011 0.005
Si -31.293 1.364 13.55 0.009 0.002 0.002
Si -28.578 4.065 13.557 0.01 0.003 0.001
Si -31.286 6.816 13.531 -0.002 0.002 0.001
Si -28.572 -6.799 13.539 -0.001 0.004 -0.01
Si -31.28 -4.058 13.53 0.002 -0.01 -0.001
Si -28.579 -1.349 13.555 -0.009 0.002 -0.006
Si -25.865 1.355 13.596 0.004 -0.005 0.006
Si -23.17 4.053 13.627 0.005 0.001 0.01
Si -25.865 -9.532 13.588 -0.004 0.011 0.004
Si 25.862 -6.779 13.505 0.004 -0.005 0.006
Si -25.88 -4.077 13.579 0.001 0.007 0.001
Si -23.168 -1.367 13.63 0.005 -0.009 0.006
Si 28.574 1.382 13.51 0.004 0.001 0
Si -33.988 4.098 13.52 0.008 -0.014 -0.002
Si -36.708 6.816 13.513 0.009 -0.006 0.007
Si -34.007 9.541 13.511 -0.004 0.005 -0.001
Si -36.706 -4.046 13.523 -0.008 -0.002 0.005
Si -33.992 -1.332 13.533 -0.003 -0.001 0.006
Si -32.655 0.023 14.922 -0.007 -0.001 0.007
Si -29.944 2.719 14.918 -0.001 -0.011 0.003
Si -32.65 5.47 14.89 -0.01 -0.001 0.004
Si -29.926 8.172 14.892 0.004 0.005 0.006
Si -32.661 -5.406 14.865 -0.001 0.01 0.003
Si -29.939 -2.696 14.91 0.01 0.005 0.012
Si -27.228 -0.007 14.937 0.005 0.005 0.002
Si -24.518 2.686 14.998 0.006 0.001 0.004
Si -27.215 5.402 14.926 -0.01 -0.008 0.001
Si -24.504 -8.183 14.957 0.001 -0.009 0.007
Si -27.236 -5.447 14.919 -0.007 -0.007 0.008
Si -24.544 -2.73 14.967 -0.001 0.003 0.007
Si 27.213 0.037 14.877 -0.005 -0.002 0.005
Si 29.926 2.746 14.873 -0.007 0.005 0.001
Si 27.211 5.464 14.878 0.001 0 0.005
Si -35.368 8.192 14.878 -0.005 0.008 0.009
Si 27.209 -5.407 14.873 -0.004 -0.003 -0.003
Si -35.365 -2.666 14.892 -0.004 0.008 0
Si -14.48 -1.533 0.193 -0.283 0.012 0.71
Si -12.114 1.252 0.334 -0.161 0.126 0.647
Si -15.385 4.533 0.16 0.14 -0.152 0.773
Si -11.954 6.391 0.181 -0.023 0.14 0.728
Si -15.101 9.868 0.164 0.157 -0.254 0.744
Si -12.335 12.514 0.278 0.046 -0.213 0.716
Si -9.971 -1.075 0.371 0.264 -0.067 0.712
Si -6.595 1.096 0.375 -0.194 0.058 0.762
Si -9.807 4.093 0.177 0.239 -0.057 0.724
Si -7.1 6.928 0.231 0.214 -0.12 0.775
Si -9.16 -7.069 0.327 -0.241 -0.011 0.763
Si -22.816 -4.278 0.348 -0.096 0.049 0.742
Si -20.716 -1.201 0.197 0.197 -0.006 0.659
Si -17.993 1.679 0.106 0.141 -0.21 0.778
Si -20.204 3.803 0.418 0.08 0.137 0.683
Si -17.598 6.81 0.017 -0.209 0.191 0.652
Si -20.539 -6.4 0.229 0.034 -0.216 0.768
Si -17.366 -4.246 0.141 -0.192 0.279 0.766
Si -13.588 0.038 1.649 0.008 -0.019 -0.055
Si -10.938 2.729 1.667 0.024 0.004 -0.055
Si -13.646 5.439 1.499 -0.01 -0.003 -0.061
Si -10.861 8.077 1.446 0.001 -0.007 -0.061
Si -13.533 10.926 1.521 0.004 0.013 -0.051
Si -10.92 13.637 1.721 -0.01 0 -0.041
Si -8.246 -0.025 1.58 -0.003 -0.011 -0.036
Si -21.699 2.577 1.642 -0.013 -0.017 -0.021
Si -8.239 5.323 1.48 -0.023 0.005 -0.062
Si -21.661 -8.142 1.361 -0.001 0.005 -0.035
Si -8.103 -5.464 1.635 -0.012 0.001 -0.052
Si -21.747 -2.684 1.65 -0.005 -0.006 -0.055
Si -19.038 -0.018 1.381 0 0.009 -0.072
Si -16.382 2.801 1.416 0.003 -0.013 -0.074
Si -19.024 5.536 1.438 0.015 -0.021 -0.035
Si -16.31 8.249 1.387 -0.007 0.01 -0.051
Si -18.969 -5.292 1.524 0.027 0.003 -0.055
Si -16.204 -2.647 1.393 0.032 0.01 -0.092
Si -15.032 1.432 2.831 -0.009 0.037 0.003
Si -12.35 4.08 2.934 0.008 0.021 0.027
Si -14.964 6.882 2.805 -0.006 0.005 0.017
Si -12.205 9.482 2.81 0.002 -0.011 0.002
Si -14.919 -4.025 2.855 0.005 0.026 0.03
Si -12.255 -1.305 3.05 -0.012 0.021 0.038
Si -9.525 1.38 2.967 0.008 0.002 0.028
Si -6.858 4.064 2.906 -0.017 0.003 0.009
Si -9.55 6.73 2.878 0.026 0.011 0.032
Si -6.782 -6.834 2.98 -0.001 -0.031 0.033
Si -9.509 12.22 2.935 0.011 -0.006 0.005
Si -23.153 -1.354 2.907 0 0.007 0.037
Si -20.336 1.234 2.926 0.039 -0.004 0.041
Si -17.687 4.148 2.832 -0.021 -0.015 0.045
Si -20.374 6.847 2.798 -0.008 0.008 -0.003
Si -17.652 -6.753 2.817 0 -0.001 0.015
Si -20.306 -3.996 2.923 -0.013 -0.015 0.041
Si -17.623 -1.327 2.745 -0.025 -0.018 0.015
Si -16.343 0.034 4.18 -0.006 -0.008 0.008
Si -13.665 2.709 4.267 0.015 -0.02 0.01
Si -16.298 5.483 4.182 0.013 -0.02 -0.023
Si -13.595 8.188 4.201 -0.01 0.002 0.012
Si -16.287 -5.408 4.191 -0.001 0.016 -0.016
Si -13.621 -2.711 4.305 -0.022 0.011 0
Si -10.865 0.034 4.347 0.014 -0.022 -0.003
Si -8.18 2.73 4.311 -0.016 -0.013 0.002
Si -10.937 5.431 4.258 -0.004 0.012 -0.013
Si -8.193 8.108 4.26 -0.011 -0.005 -0.031
Si -10.89 10.839 4.23 -0.016 -0.005 0.006
Si -8.185 13.566 4.317 0.011 0.02 0.007
Si -21.744 -0.051 4.256 0.008 0 0.002
Si -19.017 2.729 4.191 -0.008 0.008 -0.03
Si -21.737 5.452 4.126 0.002 0.003 -0.009
Si -19.01 8.19 4.167 0.018 -0.001 -0.006
Si -21.69 -5.442 4.171 -0.013 -0.008 -0.02
Si -18.942 -2.648 4.216 0.013 0.026 0.008
Si -15.01 -1.357 16.403 0.002 0.005 -0.013
Si -12.289 1.361 16.44 -0.001 -0.006 -0.008
Si -15.035 4.075 16.429 -0.006 -0.009 -0.007
Si -12.261 6.799 16.478 0.008 0.002 0.005
Si -14.998 9.522 16.417 0.002 0.027 -0.006
Si -12.245 12.24 16.455 -0.005 0 -0.006
Si -9.527 14.926 16.474 -0.009 0.014 -0.013
Si -23.199 1.309 16.402 0.006 -0.009 0.002
Si -9.523 4.088 16.49 0.008 0.009 -0.009
Si -23.163 -9.566 16.326 -0.005 -0.005 -0.016
Si -9.499 9.513 16.509 0.001 0.006 -0.005
Si -23.201 -4.09 16.337 0.003 -0.004 0.005
Si -20.499 -1.324 16.382 -0.006 -0.005 -0.016
Si -17.79 1.347 16.412 0.002 -0.002 -0.002
Si -20.503 4.037 16.392 -0.003 0.008 -0.006
Si -17.765 6.778 16.42 -0.004 -0.006 -0.004
Si -20.471 -6.827 16.366 0.007 0.004 -0.007
Si -17.729 -4.081 16.369 -0.006 0.009 -0.017
Si -13.641 -0.028 17.775 -0.002 0.011 0.013
Si -10.947 2.747 17.788 -0.002 -0.004 -0.005
Si -13.684 5.446 17.789 -0.01 0.009 -0.014
Si -10.859 8.14 17.838 -0.001 -0.015 0.017
Si -13.647 10.897 17.772 0.011 -0.011 0.004
Si -10.865 13.558 17.85 0.003 -0.009 -0.002
Si -8.18 -0.025 17.825 0.015 -0.01 0.002
Si -21.843 2.655 17.777 0.003 0.018 -0.011
Si -8.155 5.411 17.904 -0.017 -0.006 -0.002
Si -21.858 -8.189 17.705 0.022 -0.011 -0.014
Si -8.149 -5.489 17.943 0.019 -0.002 -0.006
Si -21.924 -2.658 17.684 -0.015 0.022 -0.001
Si -19.16 0.007 17.802 -0.009 0.002 0.003
Si -16.428 2.706 17.75 -0.005 -0.002 0.002
Si -19.177 5.416 17.748 0.014 0.005 -0.003
Si -16.375 8.149 17.743 -0.011 -0.007 -0.013
Si -19.077 -5.475 17.686 0.001 -0.01 -0.004
Si -16.417 -2.681 17.733 -0.008 -0.012 -0.001
Si -15.054 1.332 19.075 -0.013 0.003 -0.045
Si -12.324 4.107 19.143 0.022 -0.016 -0.002
Si -15.047 6.807 19.144 -0.005 0.004 -0.003
Si -12.256 9.539 19.107 0.013 0.014 -0.043
Si -15.064 12.281 19.059 0.01 -0.004 -0.027
Si -12.272 14.922 19.141 -0.003 0.011 -0.031
Si -9.617 1.337 19.096 -0.007 0.005 -0.026
Si -23.234 3.95 19.149 -0.013 0.008 -0.018
Si -9.519 6.783 19.267 -0.014 0.032 -0.024
Si -23.205 -6.829 19.065 -0.029 -0.033 -0.019
Si -9.517 -4.109 19.282 -0.017 0.018 -0.009
Si -6.807 -1.337 19.234 0.013 -0.003 -0.029
Si -20.562 1.296 19.218 -0.001 -0.003 0.007
Si -17.837 4.041 19.093 0.006 -0.021 -0.035
Si -20.58 -9.57 19.103 0.002 -0.009 -0.008
Si -17.747 9.473 19.092 -0.007 0.022 -0.001
Si -20.459 -4.006 18.864 0.027 0.02 -0.039
Si -17.755 -1.326 19.135 0.024 -0.006 -0.019
Si -16.387 0.015 20.515 0.006 0.006 0.089
Si -13.712 2.719 20.409 -0.016 -0.011 0.044
Si -16.485 5.441 20.421 0.007 -0.015 0.057
Si -13.632 8.187 20.436 0.018 -0.019 0.063
Si -16.398 10.909 20.403 0.008 -0.01 0.05
Si -13.703 13.591 20.448 0.001 -0.011 0.061
Si -10.947 0.003 20.492 -0.014 -0.009 0.045
Si -8.278 2.64 20.48 -0.001 0.002 0.056
Si -11.028 5.466 20.556 0.011 0.023 0.035
Si -8.135 8.059 20.769 -0.006 -0.026 0.044
Si -10.938 -5.48 20.582 -0.017 -0.022 0.064
Si -8.129 -2.738 20.628 0.015 0 0.053
Si -22 -0.055 20.576 -0.034 0.007 0.075
Si -19.17 2.674 20.531 0.017 0.022 0.063
Si -21.926 5.355 20.502 0.013 0.006 0.061
Si -19.163 8.09 20.414 -0.001 -0.021 0.032
Si -21.799 -5.34 20.168 -0.018 0.021 0.024
Si -19.19 -2.714 20.345 0 0.014 0.09
Si -14.759 15.207 21.793 -0.203 -0.14 -0.709
Si -12.579 1.166 21.737 0.19 0.146 -0.754
Si -15.288 3.898 21.675 0.175 0.085 -0.748
Si -12.131 7.105 21.881 -0.071 -0.193 -0.732
Si -14.801 9.766 21.671 -0.123 -0.022 -0.683
Si -12.623 -4.32 21.777 0.221 0.087 -0.719
Si -9.404 -1.167 21.82 -0.094 -0.168 -0.693
Si -23.733 0.919 21.916 0.187 0.053 -0.772
Si -9.52 4.158 21.754 -0.301 -0.184 -0.696
Si -23.509 6.472 21.841 0.128 0.137 -0.722
Si -9.818 9.24 21.929 0.085 0.117 -0.694
Si -6.42 -3.754 21.947 -0.197 -0.175 -0.753
Si -20.772 -1.668 21.725 0.096 0.178 -0.701
Si -17.478 1.655 21.81 -0.132 -0.19 -0.736
Si -20.358 4.22 21.846 -0.204 -0.21 -0.679
Si -18.122 6.469 21.752 0.163 0.197 -0.731
Si -20.262 9.841 21.455 -0.017 -0.205 -0.738
Si -18.047 12.038 21.623 0.238 0.153 -0.678
Si -22.794 1.179 24.806 0.008 -0.003 -0.105
Si -20.121 5.043 -4.495 0.087 0.025 0.039
Si -15.37 -2.7 -4.496 -0.069 -0.001 0.12
Si -14.716 4.285 -2.85 -0.087 0.093 0.087
Si -14.499 -0.396 -2.741 0.006 0.016 0.107
Si -17.079 -1.716 -6.779 -0.014 -0.057 -0.06
Si -21.438 3.859 24.809 0.126 0.062 -0.176
Si -7.727 -6.323 -6.399 0.03 -0.01 0.041
Si -10.957 -2.341 -4.607 0.064 -0.007 -0.013
Si -18.476 -6.593 -4.894 -0.068 -0.059 0.108
Si -13.375 -6.783 -2.471 0.011 0.092 0.029
Si -20.674 -7.728 25.505 0.025 0.032 -0.211
Si -11.234 6.302 -5.036 0.127 0.002 -0.026
Si -11.246 3.201 -4.737 0.007 0.103 0.131
Si -13.594 5.318 23.948 0.015 -0.031 -0.093
Si -21.249 -1.838 -6.846 0.057 0.028 0.048
Si -16.156 2.659 -6.62 -0.09 0.058 0.006
Si -10.932 -2.913 23.97 -0.009 -0.008 -0.115
Si -23.317 -3.808 -2.52 0.033 0.104 0.104
Si -17.84 0.785 24.805 0.081 -0.004 -0.109
Si -21.921 4.967 -1.969 -0.098 0.046 0.019
Si -21.091 2.139 -5.378 0.107 0.039 0.102
Si -8.352 6.883 -6.282 -0.017 0.005 -0.037
Si -19.096 -4.034 -6.538 -0.079 -0.081 0.03
Si -17.271 -4.075 24.545 0.007 0.018 -0.21
Si -22.176 -0.273 -4.215 -0.018 -0.114 -0.084
Si -9.363 -5.559 24.621 -0.016 -0.053 -0.018
Si -12.821 2.008 -2.626 -0.013 -0.023 0.181
Si -24.168 2.902 -2.086 0.121 0.043 0.164
Si -9.226 -0.964 -2.423 0.081 0.026 0.057
Si -17.287 0.219 -2.612 -0.007 -0.01 0.049
Si -23.982 8.096 -4.773 0.085 0.081 0.019
Si -20.638 -2.414 -2.646 -0.05 -0.06 0.135
Si -19.122 -7.783 -2.219 0.119 -0.1 0.037
Si -15.823 -6.916 24.465 -0.058 -0.025 -0.11
Si -12.851 6.81 -2.761 -0.007 -0.113 0.13
Si -16.193 7.996 -6.152 -0.078 -0.116 0.029
Si -21.757 -5.674 23.828 -0.126 0.016 -0.052
Si -10.774 -5.573 -1.783 -0.017 0.024 0.106
Si -17.787 -2.821 -2.622 0.12 0.022 0.045
Si -20.373 -0.782 24.612 0.074 0.028 -0.189
Si -11.458 -0.437 -7.022 0.033 -0.029 -0.068
Si -9.089 -4.586 -4.26 0.033 0.068 0.078
Si -20.833 7.901 -4.622 0.02 0.051 0.088
Si -13.086 1.943 -6.864 0.026 -0.017 -0.192
Si -18.313 0.745 -5.384 0.071 0.009 0.085
Si -18.056 7.45 24.658 -0.131 -0.049 -0.073
Si -16.914 5.118 -4.919 0.032 0.03 0.016
Si -13.041 -4.446 -4.553 0.051 -0.043 -0.083
Si -11.414 3.043 23.968 0.031 0.007 -0.215
Si -9.982 1.502 26.182 0.053 0.008 -0.009
Si -15.682 -1.565 24.767 -0.038 0.072 -0.183
Si -13.261 7.944 -6.891 -0.015 0.064 -0.035
Si -22.745 6.546 24.782 0.085 0.064 -0.145
Si -14.994 -1.324 5.591 -0.004 0.012 0.005
Si -12.274 1.381 5.641 -0.004 0.003 0.006
Si -14.983 4.114 5.591 -0.025 0.006 0.002
Si -12.266 6.819 5.596 -0.006 0.001 0.003
Si -14.945 9.548 5.564 0.001 0.001 -0.001
Si -12.242 -4.104 5.604 0.011 0.001 -0.006
Si -9.526 -1.37 5.665 0 0.016 0.012
Si -6.843 1.348 5.663 0.002 -0.011 0.011
Si -9.567 4.085 5.631 0.001 0.01 -0.002
Si -6.835 6.777 5.634 0.003 0.01 0.003
Si -9.539 9.493 5.608 0.007 -0.008 0.005
Si -23.12 -4.098 5.469 0.011 0.003 0.005
Si -20.36 -1.373 5.587 -0.004 -0.005 0.018
Si -17.674 1.382 5.568 -0.011 -0.003 0.006
Si -20.396 4.093 5.511 -0.01 -0.005 0.003
Si -17.668 6.823 5.537 -0.004 0.007 0.007
Si -20.362 -6.793 5.544 0.006 0.009 0.006
Si -17.637 -4.058 5.564 0.001 0.002 0.006
Si -13.624 0.003 6.973 0.009 -0.005 0.002
Si -10.911 2.731 6.999 -0.004 -0.009 0
Si -13.612 5.453 6.957 0.011 -0.002 -0.005
Si -10.9 8.154 6.974 -0.011 0.003 -0.006
Si -13.6 -5.445 6.966 -0.01 0.001 -0.004
Si -10.896 -2.743 6.983 0.006 0 0.003
Si -8.182 -0.009 7.026 -0.003 0 0.008
Si -5.457 2.712 6.983 -0.012 -0.003 -0.003
Si -8.191 5.426 6.993 -0.012 -0.001 -0.001
Si -21.744 8.154 6.862 0.005 -0.008 -0.009
Si -24.48 -5.458 6.808 -0.007 0.002 -0.01
Si -21.76 -2.754 6.864 0.016 -0.01 -0.005
Si -19.033 0.02 6.927 -0.011 0.004 -0.007
Si -16.325 2.734 6.94 0.008 -0.003 -0.007
Si -19.034 5.449 6.88 0.004 -0.008 -0.009
Si -16.311 8.175 6.91 0.008 0.003 -0.003
Si -19.016 -5.427 6.901 0.005 -0.002 0.002
Si -16.318 -2.703 6.954 -0.008 -0.001 -0.004
Si -14.974 1.376 8.316 0.002 0.004 -0.008
Si -12.263 4.099 8.34 0.007 0.011 -0.005
Si -14.972 6.816 8.298 0.001 -0.004 -0.009
Si -12.249 -6.803 8.332 0.004 0.005 -0.002
Si -14.959 -4.071 8.309 0.01 0.014 -0.005
Si -12.259 -1.368 8.326 -0.014 -0.002 -0.005
Si -9.551 1.361 8.357 -0.005 -0.012 -0.004
Si -6.822 4.066 8.344 0 0 -0.005
Si -9.542 6.796 8.342 0.003 0 0.002
Si -23.125 9.513 8.191 0.002 0.001 -0.003
Si -9.521 -4.095 8.333 -0.006 -0.002 -0.009
Si -23.129 -1.365 8.18 0.008 0.007 -0.008
Si -20.414 1.378 8.245 0.009 0.002 0.002
Si -17.697 4.093 8.271 -0.005 -0.007 0.003
Si -20.395 6.803 8.235 -0.011 0.003 -0.002
Si -17.67 -6.79 8.269 0.004 0.006 -0.007
Si -20.405 -4.091 8.245 -0.018 -0.007 0.002
Si -17.691 -1.349 8.293 0 0.001 -0.007
Si -16.335 0.005 9.657 -0.002 -0.004 -0.001
Si -13.617 2.726 9.684 0.004 -0.007 0.003
Si -16.335 5.445 9.639 0.008 0.004 -0.007
Si -13.611 -8.164 9.679 0.001 -0.004 -0.001
Si -16.325 -5.439 9.65 0.002 0 -0.004
Si -13.611 -2.724 9.685 0.005 -0.009 0.006
Si -10.903 -0.012 9.699 -0.001 0.004 0.005
Si -8.175 2.71 9.712 -0.005 -0.001 0.001
Si -10.895 5.44 9.705 -0.008 -0.006 0.002
Si -24.489 8.15 9.532 0 0 0.001
Si -10.882 -5.449 9.69 0.002 -0.001 0.003
Si -24.491 -2.728 9.526 0.001 -0.015 0.001
Si -21.782 -0.009 9.561 -0.003 0.004 0
Si -19.06 2.726 9.614 -0.013 -0.001 0
Si -21.774 5.44 9.567 0.003 -0.002 -0.004
Si -19.043 -8.159 9.606 0.009 0.001 -0.007
Si -21.775 -5.456 9.575 0.009 -0.006 0.002
Si -19.061 -2.725 9.618 -0.009 0.01 0
Si -14.982 -1.356 11.023 0.002 0.01 -0.001
Si -12.261 1.36 11.047 -0.008 0.001 -0.001
Si -14.987 4.089 11.02 -0.004 0.003 0
Si -12.256 -9.518 11.054 0.005 0.001 0.004
Si -14.972 -6.798 11.022 0.007 0.006 0
Si -12.241 -4.082 11.039 0 0.003 -0.003
Si -9.525 -1.368 11.052 -0.004 0.003 -0.002
Si -6.802 1.348 11.061 0.002 -0.006 0.001
Si -9.532 4.077 11.066 -0.001 0.006 -0.001
Si -23.14 6.795 10.911 0.006 0.002 0.004
Si -25.85 -6.801 10.87 0.005 0.003 -0.001
Si -23.143 -4.084 10.906 0.009 0.007 0.002
Si -20.435 -1.36 10.947 0 -0.003 0.002
Si -17.713 1.365 10.988 -0.001 0.007 -0.001
Si -20.431 4.085 10.945 -0.003 0.003 0
Si -17.697 6.805 10.985 -0.001 -0.01 0.001
Si -20.417 -6.805 10.949 -0.008 -0.004 0
Si -17.702 -4.08 10.988 0.001 -0.005 -0.006
Si -13.629 -0.001 12.393 -0.002 -0.005 0.005
Si -10.894 2.71 12.414 0.001 -0.006 0.001
Si -13.625 5.436 12.395 0 -0.001 -0.002
Si -10.883 8.153 12.415 0 0.005 0
Si -13.602 -5.448 12.383 0.006 0.003 -0.003
Si -10.884 -2.729 12.409 0.001 -0.006 0.004
Si -8.161 -0.017 12.421 0 0.001 0.004
Si -5.442 2.717 12.416 0.004 0.014 0.002
Si -8.168 5.435 12.427 0 -0.003 0.002
Si -21.783 8.146 12.283 0.01 0 0.003
Si -24.505 -5.449 12.251 -0.003 -0.009 0.006
Si -21.8 -2.728 12.286 -0.003 -0.005 0.001
Si -19.085 -0.006 12.322 -0.006 0.001 0.001
Si -16.361 2.722 12.355 0 -0.006 -0.003
Si -19.07 5.432 12.313 0.001 0.007 -0.007
Si -16.343 8.157 12.361 0.004 0.003 -0.003
Si -19.073 -5.445 12.329 -0.001 -0.001 -0.008
Si -16.351 -2.723 12.361 -0.004 -0.002 0.006
Si -15.015 1.362 13.723 -0.008 0.013 -0.001
Si -12.262 4.077 13.759 -0.004 0 0.004
Si -14.994 6.799 13.739 0.003 -0.002 0.01
Si -12.245 9.517 13.759 0.005 0.003 0.001
Si -14.972 -4.079 13.711 0.01 -0.012 -0.003
Si -12.254 -1.358 13.746 -0.009 0.01 0.001
Si -9.524 1.351 13.775 0.003 -0.003 0.003
Si -6.8 4.078 13.785 -0.008 -0.002 0.006
Si -9.521 6.802 13.788 -0.006 0.001 0.003
Si -23.148 -6.809 13.619 0.007 0 0.003
Si -9.52 12.225 13.768 0.006 -0.001 0
Si -6.794 -1.382 13.782 0.008 -0.009 0.003
Si -20.462 1.365 13.647 -0.014 0.01 0.001
Si -17.736 4.075 13.698 -0.005 0.002 0.002
Si -20.438 6.782 13.655 0.011 -0.017 0.005
Si -17.719 9.516 13.698 -0.004 0.006 0.005
Si -20.451 -4.081 13.663 0.002 0.007 -0.004
Si -17.738 -1.365 13.698 -0.002 0.008 0.012
Si -16.392 0 15.065 -0.003 0 0.005
Si -13.655 2.716 15.085 -0.002 -0.004 0.005
Si -16.385 5.434 15.066 0.002 0 -0.003
Si -13.616 8.154 15.097 -0.001 0 0.004
Si -16.346 -5.438 15.042 0.001 -0.006 0.001
Si -13.618 -2.726 15.086 0.007 -0.001 0.004
Si -10.894 -0.013 15.123 0.003 -0.001 0.003
Si -8.161 2.713 15.139 0 0.002 0.003
Si -10.896 5.437 15.125 0.004 -0.003 0.003
Si -8.14 8.145 15.161 -0.001 0.006 0.001
Si -10.873 10.863 15.13 0.002 0.005 0.004
Si -8.153 13.563 15.141 -0.004 -0.011 0.003
Si -21.83 0.013 14.994 0.015 0 0.004
Si -19.118 2.708 15.032 -0.007 0.001 -0.001
Si -21.806 5.403 14.984 0.017 0.006 0.001
Si -19.094 8.139 15.03 0 0.003 0
Si -21.815 -5.449 15.004 0.002 -0.016 -0.002
Si -19.122 -2.716 15.047 -0.008 -0.014 0.014
O -0.538 7 -4.534 0.147 0.457 0.012
O 7.148 -1.551 -6.26 0.424 -0.008 0.058
O -2.645 5.508 22.106 -0.057 0.168 0.234
O 3.022 5.965 25.126 -0.245 0.146 0.252
O 4.137 6.671 23.037 0.158 -0.705 0.35
O -3.929 5.568 25.267 -0.709 0.09 0.14
O -1.264 0.76 -0.877 0.245 -0.602 -0.045
O -2.758 4.468 -7.056 -0.511 -0.189 -0.335
O 2.883 0.004 22.315 0 -0.122 0.399
O 1.469 -7.598 -1.257 -0.347 -0.257 -0.323
O -6.916 1.85 23.347 0.502 0.033 0.009
O 4.8 1.643 23.173 0.036 -0.264 0.22
O 8.515 -8.097 -4.744 -0.199 0.065 0.642
O -2.366 1.922 -2.949 -0.356 -0.121 0.05
O -0.367 -3.532 -3.232 0.278 0.011 0.257
O 5.368 -5.497 -3.662 0.267 0.547 -0.062
O 6.719 -1.665 23.368 -0.118 -0.195 0.089
O -6.176 -6.006 -6.022 0.106 0.167 0.265
O -8.044 -7.892 -6.629 0.144 -0.13 -0.09
O -6.599 6.198 23.592 0.349 0.434 0.306
O -10.871 5.25 -0.315 -0.111 0.071 -0.311
O 4.902 -4.358 23.064 -0.042 0.201 0.05
O 3.786 1.949 -1.347 0.1 0.492 -0.13
O 8.04 -8.125 -0.447 -0.004 -0.101 -0.588
O -3.567 -0.835 23.171 -0.003 -0.126 0.089
O 7.377 -1.256 -1.47 0.208 -0.183 -0.074
O 5.311 5.392 -0.3 0.233 -0.113 -0.209
O -7.74 -4.089 -3.534 0.192 -0.468 -0.103
O 2.749 -7.755 24.161 0.367 0.16 -0.144
O 1.514 -5.342 24.848 0.423 0.36 -0.31
O 1.089 2.24 -6.505 -0.089 0.461 0.28
O 5.389 0.103 -0.439 0.173 -0.176 -0.547
O 8.978 1.776 -1.372 0.02 -0.043 -0.651
O 13.287 4.33 -7.096 -0.219 -0.102 -0.199
O 1.325 -1.712 -3.968 0.404 -0.076 -0.306
O 1.03 -1.717 23.031 0.191 0.063 0.35
O 4.283 6.348 -5.287 0.112 -0.896 -0.048
O 4.953 -0.074 -6.073 -0.182 -0.353 0.393
O -5.52 -5.43 -0.286 -0.22 0.213 -0.325
O -7.189 6.379 -5.281 0.023 0.459 0.244
O 7.605 -6.225 22.441 0.194 0.027 -0.034
O -1.949 7.337 -0.941 -0.087 0.029 0.019
O -10.38 0.699 -6.589 -0.212 0.488 0.01
O 1.769 4.489 23.252 -0.016 0.455 0.114
O -0.521 6.556 23.217 0.337 0.196 0.12
O -3.885 -7.233 -1.223 0.034 0.153 -0.112
O -6.564 6.224 -1.134 -0.442 -0.221 -0.228
O -2.94 -2.837 -3.342 0.125 0.085 -0.491
O 1.706 4.258 -1.284 0.865 0.124 -0.269
O 0.409 4.703 -3.641 -0.284 -0.217 0.287
O 6.325 2.095 -5.397 0.082 0.497 -0.366
O -10.763 7.404 26.198 -0.648 -0.225 -0.014
O 9.305 -4.415 23.216 0.273 0.17 0.551
O -1.795 7.043 25.383 0.498 0.731 -0.003
O -0.777 -2.407 -5.541 -0.393 -0.326 -0.259
O -5.335 -0.329 -5.929 -0.728 -0.344 0.126
O 2.675 -2.795 -0.433 0.183 -0.135 -0.531
O 3.526 7.09 -1.075 0.122 -0.18 -0.359
O -4.332 -0.588 -3.491 -0.082 0.413 0.201
O 3.757 -6.855 -2.17 -0.083 0.037 0.054
O -2.01 -7.381 -5.666 0.346 -0.009 -0.491
O 13.369 7.536 25.184 0.202 -0.091 0.238
O 0.113 2.72 22.272 -0.026 -0.104 0.501
O -0.08 -5.648 -0.388 -0.06 0.095 -0.289
O 2.562 7.45 -3.396 -0.11 -0.19 -0.022
O -3.998 -7.994 25.589 0.152 0.253 0.192
O -0.335 0.163 -3.209 -0.267 -0.162 -0.466
O -0.186 5.544 -0.197 -0.103 0.127 -0.241
O 18.252 3.262 26.356 0.081 -0.151 -0.085
O 19.856 -2.599 -4.785 0.026 -0.324 0.106
O 8.257 0.076 22.198 0.15 -0.069 0.516
O -14.611 -7.99 -6.083 0.075 0.354 0.534
O -6.414 6.13 26.207 0.153 -0.191 0.456
O -26.276 -1.012 -3.735 0.182 0.275 -0.247
O 14.973 -7.122 23.991 0.378 0.659 -0.167
O -20.913 3.664 23.278 -0.142 -0.324 0.098
O -3.954 3.701 23.399 -0.522 -0.362 0.17
O -3.563 -5.327 -6.229 0.041 0.584 0.044
O -2.748 -0.733 -5.533 -0.002 -0.175 0.024
O -22.594 6.353 -1.434 0.088 0.204 -0.427
O -10.332 -1.28 -3.554 -0.334 0.273 0.036
O 5.668 -7.981 21.986 -0.015 0.029 0.434
O -20.332 7.863 -3.067 -0.088 -0.022 0.193
O -10.491 -6.349 25.452 -0.08 0.121 0.204
O -29.297 1.319 -4.237 0.036 0.469 -0.12
O 18.026 4.595 22.765 -0.535 0.294 0.453
O -18.3 -6.867 -3.288 0.256 0.341 0.234
O -4.584 -7.205 23.183 -0.06 -0.336 -0.167
O 8.424 2.384 25.309 -0.01 -0.175 -0.116
O -3.804 -1.706 -1.145 0.559 0.038 0.017
O -1.591 0.927 23.084 0.202 0.261 0.072
O -0.271 0.047 -6.055 0.423 -0.173 0.377
O -5.496 -2.864 -2.852 -0.042 -0.386 -0.434
O 20.757 5.902 -3.868 0.536 -0.274 0.2
O 6.228 -6.437 -1.334 0.367 0.063 -0.199
O -7.963 -5.385 25.431 0.018 -0.122 0.483
O 11.005 -2.731 22.175 -0.086 -0.013 0.437
O 0.685 -6.969 22.968 -0.248 -0.044 -0.034
O 5.42 -0.312 25.227 -0.193 0.291 -0.563
O -0.75 -3.7 23.159 0.217 -0.053 0.182
O 2.271 0.363 -2.716 0.278 -0.415 0.303
O -2.86 2.709 -0.165 0.166 -0.133 -0.475
O 2.381 2.919 -3.384 0.265 0.236 -0.445
O 6.984 0.703 -3.261 -0.678 -0.026 0.362
O -5.032 5.045 -5.894 -0.148 -0.052 -0.481
O -27.979 -3.628 25.457 0.006 0.336 0.589
O 21.811 -1.736 -3.416 -0.315 0.136 0.069
O 5.922 2.775 25.381 -0.19 0.096 0.259
O -31.555 3.603 -6.888 0.017 -0.006 -0.345
O -13.741 5.532 -3.141 0.167 -0.029 -0.464
O 1.699 -5.817 -7.002 -0.073 -0.144 -0.113
O 31.002 -5.149 -3.902 0.399 -0.182 0.48
O -20.775 -4.459 24.223 0.033 0.306 -0.306
O 10.798 0.067 -0.531 -0.005 -0.036 -0.568
O 8.992 -5.754 -3.681 0.326 -0.403 0.325
O 16.188 5.599 -0.403 0.118 0.142 -0.237
O 2.753 -5.52 22.12 -0.341 0.231 0.402
O 3.789 2.327 -6.197 0.032 0.354 -0.238
O 21.051 -2.481 24.959 -0.388 0.378 -0.201
O 22.019 -5.191 -3.478 -0.374 0.029 -0.102
O 13.734 5.446 22.065 -0.171 0.013 0.217
O 12.716 2.119 -5.776 0.105 0.202 0.12
O -30.996 4.757 23.051 -0.554 0.015 0.458
O 19.08 -5.483 22.179 -0.154 0.033 0.56
O 13.487 3.288 25.02 0.219 -0.579 -0.185
O 14.914 1.009 -1.363 0.071 -0.14 -0.106
O 15.381 5 25.492 -0.346 -0.069 -0.733
O 19.144 -0.056 22.137 0.01 -0.271 0.174
O 18.847 5.502 24.999 0.183 0.731 0.176
O 9.688 2.094 22.998 -0.038 0.547 -0.156
O 21.052 1.61 22.903 0.226 -0.216 0.233
O 26.142 -3.428 25.56 0.586 0.274 -0.005
O 13.603 -7.549 -5.474 0.246 0.045 -0.612
O 14.498 -3.588 -1.401 0.134 0.088 -0.246
O -29.943 -5.533 22.098 0.057 0.158 0.517
O 22.581 -1.6 22.982 -0.335 0.123 0.189
O 5.522 -7.857 -4.875 -0.116 -0.135 0.521
O -26.782 -1.868 23.415 0.211 0.027 0.515
O 9.779 7.495 22.988 0.182 0.14 -0.017
O 6.958 3.471 -1.056 -0.368 -0.168 -0.212
O 20.733 1.555 -6.479 -0.362 -0.319 -0.096
O 20.172 2.015 -1.136 -0.453 0.539 0.173
O 24.599 -8.139 -0.489 0.167 -0.104 -0.328
O 11.068 -1.565 26.203 -0.261 -0.337 -0.243
O 23.365 -1.755 -1.25 0.314 -0.471 -0.113
O 21.828 5.241 -0.378 0.024 0.247 -0.298
O 24.87 7.387 25.629 -0.09 -0.01 0.004
O 25.071 -1.148 26.236 0.029 0.042 -0.347
O 32.136 5.405 26.139 0.338 0.203 -0.582
O 13.814 0.875 -3.771 -0.046 0.272 0.058
O 21.73 0.038 -0.294 0.208 -0.112 -0.034
O 25.475 1.615 -1.401 0.242 -0.298 -0.336
O -6.893 -4.3 23.4 -0.289 -0.283 0.228
O 23.149 -3.892 24.089 0.587 0.03 -0.028
O 14.836 -1.282 -2.637 0.306 -0.201 -0.03
O -31.099 3.684 26.026 0.026 -0.338 -0.41
O -29.795 0.523 25.733 0.29 -0.277 -0.171
O 17.414 -1.78 23.072 -0.044 -0.015 0.131
O -1.221 2.359 -5.205 0.091 0.116 0.089
O 10.842 -5.463 -0.658 -0.004 -0.298 -0.226
O 9.35 4.326 -1.647 -0.183 0.145 0.065
O 23.424 -6.268 22.887 0.645 0.174 -0.084
O 29.155 -0.918 23.128 0.637 -0.166 0.171
O 8.28 5.447 22.184 -0.109 0.028 0.488
O -25.009 -1.18 -1.45 0.191 -0.151 0.002
O 10.875 3.1 25.152 0.024 0.173 0.572
O 28.708 -1.45 25.691 -0.051 -0.459 -0.281
O 15.746 6.987 22.8 0.163 -0.514 0.036
O 27.289 -5.74 -0.172 -0.201 -0.268 -0.426
O -11.599 4.731 -5.099 -0.139 -0.099 -0.346
O 11.881 4.752 -1.23 0.421 -0.118 -0.156
O 12.992 -0.379 -5.987 -0.361 -0.335 0.04
O 9.021 -3.915 -1.814 -0.109 0.249 -0.182
O 17.338 3.671 -1.605 -0.438 -0.598 -0.025
O 20.643 4.196 -5.915 0.367 -0.122 0.033
O 16.973 3.928 -4.338 -0.615 -0.208 0.078
O 21.513 -0.901 -5.939 -0.452 -0.025 -0.35
O -28.749 -0.697 -2.68 0.077 -0.242 0.288
O 25.808 -4.418 23.102 -0.171 -0.107 -0.082
O 22.966 -5.947 -5.782 0.003 -0.037 0.292
O -7.152 1.836 -0.949 0.433 0.13 -0.18
O 12.406 -7.118 23.299 -0.355 -0.227 0.306
O 26.479 6.504 -1.293 0.33 0.568 -0.398
O 31.705 -4.267 25.711 -0.4 0.24 0.123
O 25.596 -2.476 -5.824 -0.477 0.235 -0.444
O 19.132 -2.583 -0.511 -0.105 0.016 -0.424
O 20.14 6.823 -1.46 -0.19 0.46 -0.264
O -1.656 4.521 24.541 0.449 -0.446 -0.056
O 20.424 0.675 25.702 0.036 -0.056 -0.685
O -31.69 4.272 -4.299 -0.293 0.01 0.144
O 10.589 -3.615 -3.897 -0.023 0.235 -0.119
O 26.826 5.672 24.889 0.033 0.002 0.532
O 21.415 2.051 -3.519 0.015 0.425 -0.378
O 28.994 -6.4 -5.155 -0.083 -0.282 -0.182
O 16.322 2.698 22.167 0.104 0.007 0.391
O 18.039 -7.237 -1.301 0.107 -0.726 -0.132
O 13.11 -3.019 -3.554 0.123 0.288 0.002
O 4.371 1.299 -3.88 0.385 -0.372 0.078
O 11.873 6.755 -5.526 -0.157 0.216 -0.308
O -20.264 -2.958 -6.193 0.033 0.095 0.246
O -13.641 0.014 22.188 -0.043 0.051 0.435
O 32.253 -7.876 25.181 0.389 -0.122 0.349
O 28.304 0.408 -6.849 -0.467 -0.159 -0.082
O 18.275 5.712 -2.959 -0.282 0.367 -0.176
O 16.472 0.654 -3.344 0.104 0.51 -0.511
O -7.182 3.76 -5.378 0.047 -0.126 -0.589
O 22.923 3.504 22.883 0.076 0.071 0.226
O -21.169 -6.755 22.771 -0.108 -0.214 0.277
O 24.438 0.086 22.103 -0.093 0.122 0.47
O 12.203 -3.377 -5.971 -0.004 0.301 0.017
O 12.026 3.663 22.899 -0.28 -0.498 -0.064
O 17.603 -0.487 -1.228 -0.246 0.159 0.122
O -19.803 -7.416 -5.384 -0.339 0.238 -0.595
O -20.645 6.402 -5.224 0.026 0.068 -0.363
O 19.215 8.076 -3.467 -0.361 0.074 -0.365
O 14.384 -6.732 -3.106 0.65 0.358 0.25
O 10.392 0.544 24.922 -0.151 -0.523 -0.272
O 5.671 -3.613 -5.824 -0.147 -0.238 0.271
O 17.309 -6.391 -5.315 -0.311 -0.118 0.447
O -21.96 -0.961 -5.677 -0.034 0.104 -0.139
O 21.754 -8.151 22.099 0.212 0.09 0.681
O 20.469 4.047 23.538 0.265 -0.106 -0.172
O 28.447 -3.997 -1.968 0.048 -0.444 0.364
O -29.336 -7.958 -3.793 -0.024 -0.305 -0.515
O -16.549 6.646 -5.317 -0.085 0.129 0.354
O -23.272 1.601 23.318 -0.155 0.607 0.141
O -23.732 -5.33 -2.826 0.337 -0.234 -0.114
O 13.699 -5.285 22.093 -0.018 0.045 0.452
O 25.162 1.179 25.061 -0.457 0.15 -0.174
O 14.566 0.909 23.09 -0.02 0.272 0.212
O 12.594 -1.714 -1.345 -0.011 -0.145 -0.209
O 17.834 -1.543 -3.536 -0.419 -0.546 0.241
O 26.59 -2.993 -3.541 0.647 0.32 -0.007
O 20.068 6.839 -6.182 0.239 0.506 -0.054
O 20.607 -6.745 -1.788 0.139 -0.276 0.416
O 23.025 -6.141 -1.253 0.416 0.139 -0.225
O -5.949 1.537 25.716 0.468 -0.037 -0.13
O 27.327 -2.6 22.155 -0.244 -0.007 0.108
O -28.742 4.033 24.15 -0.157 -0.038 0.42
O 22.138 -6.04 25.17 -0.349 -0.182 0.05
O 15.492 -3.574 22.974 -0.175 -0.318 0.169
O -20.7 5.154 -2.989 0.506 0.303 0.255
O -9.699 3.075 -5.113 0.022 0.423 -0.306
O 13.489 2.882 -0.387 -0.021 0.25 -0.234
O -2.645 -5.421 22.42 0.009 -0.113 0.334
O 19.271 3.313 -3.265 0.626 0.111 -0.178
O 20.93 -3.682 22.734 -0.224 0.118 0.156
O 23.196 0.397 -2.738 0.276 0.171 0.431
O 9.383 5.819 -5.547 -0.373 -0.568 -0.318
O -27.55 2.019 25.304 0.615 0.133 0.019
O -16.765 -8.029 25.148 0.214 -0.184 0.563
O -31.958 -1.276 -1.405 -0.34 -0.408 -0.2
O -23.492 -3.527 -0.933 -0.261 0.212 0.004
O 18.819 -5.667 -3.268 0.336 0.413 0.373
O 19.887 6.5 22.859 0.099 0.421 0.473
O -22.377 -7.917 -4.769 0.012 0.442 -0.027
O -20.025 -1.098 23.059 0.289 0.133 0.027
O 27.239 -0.06 -0.477 0.173 -0.171 -0.337
O 0.045 2.568 -2.204 -0.046 0.064 0.112
O 13.034 0.039 25.154 0.266 0.217 0.423
O 17.423 -7.342 23.15 0.04 -0.115 0.378
O 4.479 -4.464 -1.387 -0.157 0.256 -0.457
O -2.801 0.448 25.321 -0.063 -0.334 0.03
O -25.755 -6.405 -1.348 -0.36 0.206 -0.151
O 30.004 5.734 22.134 0.373 -0.029 0.257
O -31.465 -3.828 24.244 0.319 -0.286 0.153
O -28.887 6.208 22.642 0.1 -0.03 0.235
O -0.868 -5.219 -6.367 -0.022 -0.075 -0.197
O 27.69 0.677 24.544 0.059 0.071 0.082
O 31.836 0.94 -1.327 -0.094 -0.158 -0.152
O -16.447 4.182 -6.156 0.27 0.101 -0.237
O -30.052 0.149 22.05 -0.066 0.167 0.326
O 32.184 -5.892 23.638 0.09 -0.038 -0.418
O 26.187 1.973 22.82 -0.037 0.491 -0.094
O -28.18 1.776 22.853 0.312 -0.078 0.181
O -24.137 6.486 -4.756 -0.081 -0.229 0.602
O -28.612 1.7 -1.591 0.104 0.447 -0.259
O 30.932 -3.659 -1.224 0.143 0.01 -0.122
O -28.157 -4.589 -1.607 0.236 -0.358 0.051
O -30.941 6.498 -2.886 -0.214 0.001 -0.093
O 30.677 -7.622 -3.475 0.676 -0.074 0.085
O 24.789 -5.665 25.066 -0.017 -0.455 0.535
O 25.85 7.346 23.152 -0.239 0.276 0.061
O 23.358 3.158 -0.98 -0.421 -0.359 -0.108
O -15.27 -1.694 23.216 0.035 -0.373 0.065
O -30.382 0.405 -6.519 -0.154 0.459 -0.153
O -24.261 8.084 -0.408 0.136 -0.022 -0.196
O -14.444 -6.812 -1.273 0.019 -0.12 -0.355
O -27.075 5.462 -0.529 0.13 -0.012 -0.512
O 26.434 -6.852 -5.724 -0.433 0.25 -0.081
O -26.287 -5.185 -3.469 0.088 0.243 -0.301
O -3.833 1.587 -5.024 -0.71 0.086 -0.176
O 30.237 0.589 25.204 -0.229 -0.142 0.295
O -26.976 0.09 -0.394 0.241 0.151 -0.004
O -23.463 1.775 -1.172 -0.062 -0.249 -0.383
O 7.423 -1.685 26.023 0.283 -0.145 -0.035
O -21.829 -6.633 25.13 -0.414 0.179 0.189
O 8.948 -0.921 -3.681 0.282 -0.426 0.103
O 27.553 7.152 -5.394 0.371 -0.002 -0.181
O -27.459 5.697 -5.722 -0.036 0.336 0.281
O 25.828 -4.242 -1.479 -0.394 0.347 -0.365
O 27.042 5.265 -3.605 -0.249 -0.346 -0.418
O -16.344 -2.958 25.22 0.142 -0.168 0.349
O 25.561 4.17 -1.814 -0.253 0.12 0.208
O -25.635 -6.084 22.96 0.407 0.477 0.053
O 15.837 2.386 25.772 -0.168 -0.144 -0.632
O 24.486 5.416 22.072 0.033 0.089 0.17
O 30.883 7.142 -1.397 0.305 -0.043 -0.277
O -24.78 -7.713 -6.09 0.335 0.114 -0.361
O -16.107 4.593 -3.607 -0.034 -0.2 -0.03
O -12.248 2.252 -5.539 -0.016 -0.209 0.172
O -15.869 -1.801 -5.724 0.356 0.323 -0.08
O 27.476 -5.53 24.84 0.231 0.376 0.148
O 22.564 6.012 -5.751 0.324 -0.002 0.192
O 29.708 -6.885 25.111 0.087 0.358 -0.196
O -12.426 4.254 24.254 -0.116 0.219 0.431
O -30.856 4.1 -1.767 0.364 -0.693 -0.212
O 10.002 -0.676 -6.213 0.274 -0.45 -0.061
O -14.413 -1.397 25.73 0.333 0.092 -0.13
O -7.974 1.253 -5.684 0.51 -0.26 0.353
O 30.187 0.051 -5.158 -0.246 0.094 0.357
O -23.046 -4.949 23.131 -0.389 0.095 0.565
O -17.107 -7.119 -5.574 0.101 0.179 -0.101
O 31.468 4.377 -5.944 -0.078 0.277 -0.141
O 28.261 -7.185 22.915 -0.247 -0.268 -0.097
O 16.482 7.436 25.256 0.291 0.084 0.223
O -5.278 -5.563 25.088 0.535 0.268 0.302
O -10.19 -5.1 -3.197 -0.055 -0.095 0.013
O -29.895 -2.809 -0.654 0.167 0.061 -0.351
O -28.822 7.236 -1.458 0.08 -0.027 -0.434
O -27.316 -7.201 -5.448 0.208 -0.091 0.202
O -25.341 -4.231 25.045 -0.141 0.272 -0.305
O -31.741 -1.535 23.033 -0.638 0.239 0.296
O 6.37 -1.803 -3.803 -0.328 0.058 0.059
O -17.079 1.714 -5.708 0.165 0.017 0.424
O -30.95 0.904 -2.274 -0.075 0.337 0.279
O -25.561 1.718 -5.876 0.344 -0.292 0.144
O -32.541 2.928 22.016 -0.028 -0.278 0.572
O -32.545 -5.538 -0.656 -0.061 -0.016 -0.382
O 28.171 -1.828 -5.598 0.068 0.069 0.609
O 7.883 3.128 -3.446 -0.198 0.474 -0.287
O 29.204 5.209 -5.117 0.388 -0.251 0.154
O 28.218 4.168 23.148 -0.325 -0.463 0.104
O 27.335 -8.118 25.163 -0.045 -0.095 0.754
O -2.971 6.52 -5.342 -0.186 0.065 -0.029
O -26.342 3.564 23.272 0.274 -0.03 0.409
O -30.871 -7.445 -1.605 0.083 0.102 -0.327
O 16.878 -3.206 25.202 0.478 -0.214 -0.11
O 32.628 5.456 -0.515 -0.115 -0.051 -0.267
O -18.5 4.997 -4.579 -0.071 0.105 0.267
O 11.237 0.447 -4.225 0.065 0.096 0.469
O -24.844 -0.211 22.4 0.279 0.215 0.381
O 29.002 -7.367 -1.379 0.187 0.19 -0.512
O 18.346 2.852 -6.334 0.056 -0.575 0.142
O -8.71 -5.806 -5.23 -0.332 -0.337 0.295
O -14.01 2.901 -3.287 -0.093 -0.247 -0.392
O -14.371 5.79 25.28 -0.284 0.18 0.082
O 9.591 -6.239 -6.238 0.421 0.618 0.137
O -21.779 1.302 -4.172 0.186 0.164 0.341
O -21.767 -3.546 -2.909 0.216 -0.319 -0.152
O 29.125 4.439 25.577 0.745 0.321 -0.278
O 0.764 -7.581 25.743 -0.319 0.031 0.119
O -14.621 2.222 -6.512 -0.077 0.055 0.242
O -27.243 -8.118 22.154 -0.197 -0.088 0.295
O 32.307 -0.121 -3.62 0.29 -0.479 -0.178
O -11.596 -1.545 -5.856 -0.473 -0.123 0.017
O 27.399 -4.4 -5.943 -0.194 -0.244 -0.317
O -29.127 4.829 -3.677 0.248 0.132 0.227
O 31.44 -3.564 23.092 -0.098 0.447 0.123
O 6.67 3.508 22.964 0.315 -0.161 0.238
O 29.848 -5.34 22.015 -0.242 -0.06 0.599
O -2.157 -5.255 -4.022 -0.07 -0.507 0.341
O -32.37 0.692 25.113 0.27 0.008 -0.258
O -6.48 -7.805 25.146 -0.556 0.066 -0.377
O 9.1 -6.712 24.512 0.376 0.145 0.566
O -16.466 5.678 -0.323 0.121 -0.028 -0.248
O 24.38 -1.644 -3.692 0.193 0.377 -0.307
O -19.275 0.204 25.261 -0.229 0.321 0.67
O -18.729 -5.044 -5.312 0.017 0.414 0.449
O -20.323 -2.143 -1.076 0.463 -0.274 -0.094
O -21.888 -2.777 22.191 -0.202 0.158 0.556
O 12.941 -1.142 22.892 -0.102 -0.176 0.126
O 14.444 6.227 -5.654 0.195 0.245 0.074
O -5.543 -0.032 -0.167 -0.027 -0.183 -0.751
O 16.277 -5.392 -0.537 0.078 0.229 -0.678
O -19.358 -7.899 24.555 0.279 0.249 -0.47
O 29.976 2.682 -0.567 0.026 0.212 -0.255
O 22.227 -3.408 -5.445 0.143 -0.018 -0.693
O -27.961 -4.059 22.863 0.471 -0.626 0.221
O -29.202 3.914 -6.067 -0.158 -0.574 0.344
O -24.021 7.069 25.614 -0.364 -0.352 0.12
O 24.059 2.684 -3.432 0.357 0.417 -0.53
O 4.36 -5.922 -6.147 -0.174 0.549 0.038
O -18.351 0.535 -3.776 -0.585 0.19 -0.022
O 32.228 2.072 -5.092 0.027 0.184 -0.048
O 1.233 -3.954 -5.346 0.433 -0.026 0.158
O -18.132 -0.652 -6.175 -0.57 -0.147 0.072
O 15.835 4.142 -6.676 -0.301 -0.598 -0.38
O -21.745 -0.033 -0.334 -0.038 0.044 -0.402
O -24.338 -2.845 -3.319 -0.138 -0.323 -0.653
O -5.916 5.039 -3.386 -0.127 -0.349 0.112
O -31.366 -7.599 22.924 0.247 -0.413 0.415
O -27.258 -6.066 24.963 -0.358 -0.515 -0.13
O -11.549 -2.265 25.299 -0.609 -0.163 0.042
O 31.717 2.949 25.056 -0.102 0.349 -0.232
O -19.247 5.366 22.181 0.026 0.066 0.333
O 17.56 -3.869 -4.547 -0.218 0.118 0.064
O -12.917 6.589 23.214 0.078 0.33 0.505
O -13.733 -5.438 22.237 -0.123 0.045 0.334
O -20.256 4.366 25.764 0.069 -0.158 -0.04
O -17.445 1.164 -1.327 0.185 0.178 -0.137
O -29.765 -6.776 -6.158 -0.019 -0.474 -0.064
O -11.495 -4.35 -1.008 0.215 0.082 -0.411
O 23.062 1.146 -5.334 0.533 0.183 -0.026
O 30.129 -3.79 -5.874 -0.653 -0.087 0.131
O -12.099 1.856 23.123 0.2 -0.091 0.478
O -7.918 2.528 -3.28 0.473 0.087 0.066
O 8.386 7.174 25.196 -0.63 0.261 -0.183
O -17.475 -1.312 -2.125 0.278 0.011 0.316
O -17.787 -3.162 -6.937 0.388 -0.265 -0.329
O -10.174 -1.772 23.116 -0.006 0.28 0.506
O -16.638 -3.289 -3.662 -0.042 -0.589 0.172
O -24.607 -6.687 25.284 0.21 0.243 -0.024
O -22.865 7.032 23.237 0.374 0.768 0.127
O -25.298 3.688 -1.25 -0.081 0.018 -0.338
O 11.31 4.162 -5.35 -0.322 -0.377 0.392
O -12.694 2.004 -1.002 -0.062 0.288 -0.042
O -8.142 8.1 -0.234 -0.18 0.041 -0.456
O -3.32 3.006 25.877 -0.072 0.11 0.111
O -9.597 -1.752 -1.059 0.187 -0.652 0.066
O -8.517 1.747 25.55 0.058 -0.182 0.231
O 17.823 -1.872 -6.181 0.395 0.433 -0.33
O 10.081 6.721 -1.124 0.328 0.631 -0.179
O -9.758 6.688 -5.523 -0.006 0.056 0.232
O 6.954 6.448 -5.875 0.091 -0.419 0.098
O -11.06 0.068 -0.072 -0.125 0.025 -0.635
O -22.772 5.046 -6.563 0.194 -0.247 0.225
O 31.507 -6.874 -5.864 0.282 0.052 0.173
O -9.867 -4.063 24.312 0.346 0.131 0.025
O -14.455 -1.793 -3.525 0.469 -0.388 -0.048
O -16.689 -0.327 24.976 0.139 0.062 0.375
O -28.781 -5.456 -4.071 -0.58 0.133 -0.179
O 24.367 -4.257 -4.264 0.533 -0.371 0.006
O -20.733 3.672 -5.075 0.004 -0.029 -0.294
O -21.686 -5.322 -0.227 0.023 0.127 -0.372
O -23.051 3.976 -2.569 0.029 0.061 -0.713
O -9.151 -6.381 23.241 0.141 0.286 0.074
O 7.083 -4.896 24.588 0.058 0.077 0.464
O -19.244 -2.868 -3.326 -0.106 -0.402 -0.91
O 17.427 7.785 -6.711 -0.225 -0.377 0.273
O -12.135 -3.241 -3.958 -0.09 0.119 0.463
O -14.675 4.622 22.983 -0.295 0.216 0.168
O -17.594 6.989 23.184 0.377 0.023 0.127
O -14.75 -0.681 -1.164 -0.306 0.215 0.062
O -11.408 6.722 -3.481 0.584 0.056 0.376
O -21.274 4.306 -0.672 0.054 -0.026 0.335
O 12.481 -7.409 -1.41 -0.139 -0.172 -0.196
O -22.644 4.94 24.83 -0.839 -0.218 -0.003
O -14.862 4.022 -1.272 0.214 -0.524 -0.156
O -18.375 6.19 25.618 0.358 -0.076 0.09
O -7.766 -1.558 -2.806 0.118 0.188 -0.157
O -20.338 -2.159 25.438 -0.257 0.045 0.57
O 0.406 5.654 25.634 0.456 -0.11 0.127
O 19.532 -5.121 -5.778 0.205 0.365 0.265
O -4.755 4.293 -1.106 -0.465 -0.224 -0.398
O -21.829 -0.11 24.682 -0.301 -0.282 0.009
O -23.703 -0.386 -3.699 -0.226 0.22 -0.275
O -24.966 2.195 -3.306 0.009 -0.423 -0.203
O -27.077 3.391 -4.49 -0.292 -0.108 0.417
O 14.782 -5.183 -5.322 0.478 0.255 0.447
O -13.425 -2.707 -0.26 -0.182 0.161 -0.643
O -12.683 6.924 -1.164 -0.198 0.244 -0.012
O -13.494 -5.489 -3.41 -0.275 0.183 -0.053
O -19.73 1.383 -5.789 -0.061 0.02 -0.273
O -28.46 -0.975 -5.224 0.273 -0.548 -0.417
O 32.409 -3.072 -4.82 0.482 0.097 0.337
O -11.003 2.461 25.398 -0.423 0.11 0.252
O -29.812 6.304 24.958 -0.35 0.56 -0.172
O -14.457 -6.803 25.294 0.275 -0.149 -0.319
O -18.017 1.136 23.241 -0.589 0.051 0.09
O -16.279 -5.399 -0.215 0.047 -0.01 -0.16
O 7.26 4.901 25.626 -0.237 0.178 -0.355
O -16.56 -5.496 24.485 0.125 0.041 -0.065
O -13.592 -8.165 -3.27 -0.536 -0.047 -0.411
O -17.471 2.094 25.661 0.194 0.413 -0.208
O -21.161 -1.016 -3.219 0.31 0.28 0.079
O -19.106 2.815 -0.289 -0.04 0.206 -0.397
O 30.19 -2.659 -3.477 -0.176 0.547 -0.236
O -22.182 2.041 -6.55 -0.169 0.332 0.121
O -15.804 0.433 -3.221 0.086 0.298 -0.624
O -24.05 0.775 25.755 -0.674 0.46 -0.056
O -10.108 3.537 23.146 0.474 -0.176 0.276
O 0.808 -1.279 -1.366 -0.272 -0.179 -0.27
O -8.312 -0.067 22.353 -0.015 -0.049 0.31
O -19.773 -6.813 -1.129 0.308 0.136 -0.183
O -13.157 0.462 -3.021 0.406 -0.324 -0.282
O 26.895 3.107 25.1 -0.324 -0.054 0.49
O -21.415 7.158 25.473 0.013 -0.259 0.325
O 7.085 -5.993 -5.579 0.109 0.649 -0.339
O -24.772 -7.531 -3.54 -0.474 -0.504 0.302
O 22.028 2.64 25.153 0.476 0.399 0.252
O 8.062 -3.517 -4.474 0.115 -0.021 -0.095
O 10.851 7.827 25.393 -0.032 0.458 0.282
O -24.767 -1.762 25.985 -0.291 0.07 -0.357
O -6.326 -3.283 25.82 0.266 0.217 -0.169
O -10.975 -8.161 22.388 0.205 -0.101 0.547
O 1.767 6.031 -5.417 0.073 -0.316 -0.105
O -31.045 -2.092 -6.442 0.651 0.012 0.384
O -31.302 -1.61 25.664 -0.435 -0.113 0.334
O 15.279 -1.348 -6.4 0.153 0.174 0.28
O 28.159 4.439 -1.355 0.242 0.011 -0.419
O -2.545 -8.119 -3.306 -0.085 0.366 -0.048
O -19.069 -5.498 21.995 0.117 -0.164 0.359
O -31.225 -4.64 -6.087 0.248 -0.022 0.501
O 14.743 7.627 -1.252 0.15 0.133 -0.195
O -12.3 7.097 -5.929 -0.216 -0.097 -0.151
O 2.548 3.378 25.558 0.003 -0.085 0.058
O 24.968 7.204 -5.826 -0.139 -0.123 0.335
O 11.888 5.448 24.811 -0.307 0.261 -0.071
O -11.859 -6.762 -1.901 0.211 -0.41 0.179
O -9.541 -6.179 -0.971 0.281 0.173 -0.188
O 4.684 -5.632 25.367 -0.661 0.024 0.193
O -5.311 -2.615 22.329 -0.11 -0.016 0.242
O 19.129 0.689 -3.119 0.077 -0.164 -0.47
O -29.38 -2.129 23.924 0.176 0.35 -0.238
O -17.618 -3.594 23.037 0.214 0.574 0.299
O 4.834 7.949 25.379 0.582 -0.026 0.068
O 5.359 -3.01 25.181 -0.318 0 0.49
O 29.264 2.877 -6.322 -0.207 -0.387 0.481
O -12.173 -5.154 -5.717 0.412 -0.175 0.213
O 17.85 0.633 26.047 -0.31 -0.085 -0.607
O -12.144 -3.563 23.132 -0.567 0.009 0.541
O 2.706 -7.866 -5.76 -0.061 0.231 0.07
O 22.983 0.357 26.14 -0.088 -0.557 -0.138
O 4.282 4.103 23.773 0.109 0.182 0.032
O -7.001 3.872 24.951 0.407 0.042 -0.17
O -7.258 -3.543 -1.033 -0.094 -0.023 0.034
O 29.22 -1.598 -1.297 0.036 0.171 -0.405
O 31.255 1.206 23.057 -0.169 -0.136 0.092
O 0.66 -2.916 25.264 0.29 0.225 0.521
O -1.256 -1.389 24.301 -0.034 -0.092 0.373
O 15.139 -1.355 24.355 -0.231 0.283 0.493
O 21.09 -4.248 -1.233 0.021 0.305 -0.129
O -9.201 0.626 -2.122 -0.299 0.21 -0.384
O -0.397 4.952 -6.187 0.275 -0.27 -0.071
O -15.48 -7.31 22.942 -0.053 -0.606 0.133
O -18.21 7.45 -1.387 -0.089 -0.267 -0.38
O -25.224 5.545 -7.062 0.355 -0.067 -0.413
O -11.451 2.67 -3.206 0.471 0.13 0.273
O 12.414 -5.451 -4.316 -0.347 -0.212 0.196
O 13.204 -6.237 25.726 -0.511 0.428 0.101
O 32.399 -0.235 -6.251 -0.222 -0.024 -0.223
O -18.561 -4.187 25.485 0.251 -0.008 0.281
O -14.444 -3.866 -5.103 -0.446 -0.48 -0.576
O 13.338 7.232 -3.394 -0.239 -0.465 0.178
O -24.571 3.984 -5.043 0.311 0 0.296
O -4.194 6.612 -2.138 -0.258 0.139 -0.259
O -16.361 2.787 22.2 -0.172 -0.153 0.503
O -21.992 2.455 25.381 -0.009 -0.264 0.51
O -17.868 -3.754 -1.317 -0.085 0.02 -0.122
O 18.037 5.368 -6.374 -0.08 0.065 -0.009
O -3.069 4.042 -4.449 -0.348 0.276 0.284
O -24.641 5.363 22.302 0.061 -0.058 0.471
O -9.348 3.188 -1.117 0.163 0.181 -0.339
O -28.019 1.249 -6.534 -0.319 0.377 -0.019
O -27.888 -3.044 -3.67 -0.054 0.035 -0.188
O -2.035 -4.344 -1.428 -0.351 -0.042 -0.072
O -8.365 5.22 22.162 -0.014 0.006 0.105
O 27.08 -5.556 -3.554 -0.261 -0.329 0.454
O -9.763 -3.349 -5.075 0.316 0.165 -0.717
O 10.809 5.746 -3.37 0.187 0.212 0.069
O 28.88 6.922 -3.098 0.019 -0.116 0.241
O 31.472 7.884 22.777 -0.125 -0.089 0.223
O -8.781 5.849 25.123 -0.397 -0.339 -0.527
O 8.848 1.316 -5.031 0.137 0.1 -0.245
O -10.399 -0.046 26.036 0.198 -0.252 -0.338

Results
total energy: -406630.853 eV
total energy less fixed offsets of O -438.25, Si -107.07 eV per atom: -18.053 eV
